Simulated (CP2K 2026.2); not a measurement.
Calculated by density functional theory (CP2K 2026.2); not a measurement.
Periodic cell of 2016 atoms, Si1440O576, from a study of silicon, its oxide and their interface. The atomic structure is a simulated model.
Doubt: the forces sum to 3.97 eV/angstrom along one axis rather than to zero, so they err by at least 0.0020 eV/angstrom per atom on average; the grid cutoff is modest.

Settings
functional: PBE
method: Gaussian and plane waves
basis set: DZVP-MOLOPT-SR-GTH
pseudopotentials: GTH-PBE
grid cutoff: 300 Ry, relative cutoff 40 Ry
k points: Gamma only
occupations: fixed
spin: none
net charge: 0

Cell vectors (angstrom)
a	65.28	0	0
b	0	16.32	0
c	-1.2784	4.9548	33.4241

Atoms and the computed forces on them: element, x, y, z (angstrom), force x, y, z (eV/angstrom)
Si	1.075	-1.264	0.23	0.091	-0.008	0.607
Si	3.978	1.374	0.118	0.148	-0.262	0.669
Si	1.845	3.69	0.061	-0.411	0.236	0.769
Si	4.069	6.36	-0.009	-0.039	0.309	0.658
Si	0.985	-6.588	0.185	0.206	-0.139	0.722
Si	4.386	-4.509	0.206	-0.131	0.108	0.821
Si	6.937	-1.724	0.129	-0.125	0.227	0.82
Si	9.642	1.14	0.041	-0.115	0.125	0.655
Si	6.32	4.169	0.035	0.308	-0.021	0.683
Si	9.535	6.6	0.274	-0.274	0.279	0.636
Si	6.642	9.633	0.25	0.027	-0.228	0.659
Si	-7.104	-3.911	0.309	0.18	-0.015	0.762
Si	-4.259	-1.079	0.133	0.048	-0.236	0.722
Si	-1.104	1.025	0.032	-0.119	0.182	0.643
Si	-4.477	4.335	0.431	0.263	-0.171	0.692
Si	-1.695	6.97	0.242	0.062	-0.007	0.683
Si	-3.864	-7.106	0.144	-0.153	0.112	0.706
Si	-1.181	-4.311	0.274	-0.166	0.113	0.767
Si	2.71	-0.106	1.435	0.004	0.029	-0.047
Si	5.373	2.629	1.5	-0.029	0.02	-0.041
Si	2.72	5.284	1.544	0.005	-0.023	-0.057
Si	5.307	7.999	1.261	-0.016	-0.032	-0.063
Si	2.676	-5.536	1.442	-0.009	0.023	-0.042
Si	5.407	-2.839	1.498	0.006	-0.005	-0.089
Si	8.106	-0.078	1.343	0.003	-0.015	-0.038
Si	-5.504	2.659	1.633	-0.012	-0.028	-0.04
Si	7.945	5.316	1.367	-0.036	-0.042	-0.031
Si	-5.495	8.162	1.475	0.023	0	-0.034
Si	8.067	10.851	1.608	-0.01	0.018	-0.05
Si	-5.413	-2.717	1.428	-0.011	0.02	-0.061
Si	-2.709	0.033	1.471	0.002	0.004	-0.038
Si	0.036	2.685	1.263	0.026	0.017	-0.067
Si	-2.816	5.457	1.598	0.016	0.004	-0.048
Si	-0.084	8.118	1.497	-0.011	-0.011	-0.079
Si	-2.755	-5.521	1.493	0.005	-0.027	-0.041
Si	-0.052	-2.763	1.592	0.001	-0.007	-0.036
Si	1.351	1.339	2.75	0.021	0.024	0.023
Si	4.07	3.982	2.916	-0.003	-0.011	0.018
Si	1.317	6.72	2.782	-0.002	0.031	-0.004
Si	4.021	9.371	2.74	0.018	-0.004	0.024
Si	1.387	-4.122	2.846	-0.009	-0.01	0.024
Si	4.039	-1.452	2.801	0.013	-0.009	0.019
Si	6.793	1.272	2.757	0.029	-0.017	0.001
Si	9.412	3.992	2.686	0.032	-0.019	0.008
Si	6.678	6.731	2.731	-0.009	0.008	0.011
Si	9.513	9.503	2.806	0.001	-0.035	0.026
Si	6.733	12.199	2.932	0	0.013	0.037
Si	-6.714	-1.382	2.9	-0.003	-0.028	0.048
Si	-4.029	1.365	2.901	-0.003	-0.012	0.02
Si	-1.332	4.025	2.731	-0.004	-0.033	-0.004
Si	-4.176	6.816	2.933	-0.017	0.019	0.024
Si	-1.398	-6.837	2.897	0	-0.009	0.043
Si	-4.099	-4.103	2.806	-0.004	0.012	-0.003
Si	-1.43	-1.378	2.871	0.004	0.022	0.013
Si	-0.012	-0.005	4.156	0.004	0.012	-0.027
Si	2.664	2.647	4.203	-0.017	0.006	0.004
Si	-0.034	5.386	4.152	-0.003	-0.014	0.016
Si	2.68	8.073	4.152	0.012	-0.016	0.005
Si	-0.004	-5.466	4.198	0.004	-0.014	-0.003
Si	2.711	-2.769	4.209	-0.003	-0.013	0.01
Si	5.414	-0.064	4.12	-0.019	0.008	0.005
Si	8.136	2.638	4.113	0.002	0.014	0.002
Si	5.42	5.395	4.191	-0.002	-0.023	0.001
Si	8.1	8.091	4.071	-0.016	0.001	-0.038
Si	5.357	10.761	4.152	-0.013	0.009	-0.005
Si	8.167	-2.735	4.142	0.011	0.022	-0.012
Si	-5.387	-0.011	4.257	-0.009	0.005	-0.013
Si	-2.669	2.735	4.202	0.002	0.011	0.016
Si	-5.475	5.423	4.292	0.018	0.006	0
Si	-2.768	8.151	4.257	-0.013	0.01	-0.003
Si	-5.454	-5.423	4.21	0.01	0.008	-0.001
Si	-2.763	-2.754	4.211	-0.001	0	0.004
Si	1.458	-1.32	16.318	0.014	0	-0.007
Si	4.131	1.36	16.349	-0.009	0.011	-0.013
Si	1.402	4.11	16.321	0.009	0.003	-0.031
Si	4.137	6.837	16.368	-0.004	0.003	0
Si	1.403	-6.779	16.388	-0.003	0.005	-0.01
Si	4.157	-4.071	16.322	0.004	0.009	-0.013
Si	6.876	-1.368	16.337	-0.011	0.007	0.003
Si	-6.809	1.418	16.433	0.002	-0.008	-0.003
Si	6.867	4.082	16.347	0.012	-0.002	-0.004
Si	-6.821	6.883	16.459	0.018	-0.01	-0.001
Si	6.883	9.528	16.313	0.013	0.007	-0.017
Si	-6.831	-4.047	16.435	-0.008	-0.016	0.005
Si	-4.108	-1.33	16.392	-0.002	0.002	-0.004
Si	-1.327	1.43	16.317	0.004	-0.005	-0.018
Si	-4.063	4.149	16.415	0.011	0.009	0.002
Si	-1.347	6.829	16.392	0.003	-0.011	-0.01
Si	-4.075	9.55	16.424	0.001	0.002	-0.002
Si	-1.342	-4.075	16.385	-0.011	-0.007	-0.004
Si	2.785	0.023	17.741	-0.024	-0.007	0
Si	5.481	2.737	17.683	-0.014	0	0.02
Si	2.74	5.473	17.676	-0.006	-0.028	0.009
Si	5.537	8.21	17.696	-0.008	0.019	0
Si	2.824	-5.42	17.694	-0.017	-0.013	0.018
Si	5.507	-2.72	17.693	0.015	-0.01	0.012
Si	8.297	-0.032	17.659	0.009	0.021	-0.002
Si	-5.449	2.821	17.768	0.003	-0.017	0.003
Si	8.253	5.419	17.711	0.002	-0.016	-0.011
Si	-5.447	8.238	17.816	-0.011	0.021	0.029
Si	8.205	10.904	17.687	-0.012	0.002	0.018
Si	-5.464	-2.695	17.774	-0.008	0.016	0.006
Si	-2.742	0.118	17.628	-0.008	0.013	0.007
Si	0.076	2.743	17.676	-0.023	-0.012	-0.007
Si	-2.676	5.478	17.788	0.008	0.006	0.015
Si	-0.016	-8.1	17.735	-0.008	0.015	-0.015
Si	-2.703	-5.426	17.778	0.015	0.004	-0.011
Si	0.104	-2.698	17.615	-0.004	-0.007	0.007
Si	1.436	1.439	19.079	0.028	0.009	-0.016
Si	4.088	4.115	19.031	-0.007	-0.027	-0.02
Si	1.378	6.858	19.013	-0.005	-0.02	0.002
Si	4.247	-6.697	19.084	0.035	0.06	-0.019
Si	1.428	-4.072	19.007	0.02	0.022	-0.021
Si	4.147	-1.38	19.066	0	-0.007	-0.029
Si	6.921	1.362	18.943	-0.019	0.032	-0.031
Si	-6.805	4.186	19.151	0.032	0.007	-0.002
Si	6.896	6.825	19.017	-0.002	0.007	-0.01
Si	-6.787	9.623	19.223	0.019	-0.022	-0.022
Si	6.844	-4.049	19.101	-0.009	-0.026	-0.032
Si	9.665	-1.413	19.021	-0.011	0.015	-0.019
Si	-4.057	1.461	19.075	0.017	0.009	-0.011
Si	-1.25	4.069	19.065	-0.017	0.02	-0.02
Si	-4.05	6.868	19.132	-0.011	-0.01	-0.026
Si	-1.355	-6.771	19.173	0.001	-0.03	-0.022
Si	-4.075	-4.055	19.107	-0.023	-0.025	-0.005
Si	-1.264	-1.228	18.796	0.033	0.015	-0.057
Si	-0.018	0.073	20.282	-0.031	0.015	0.073
Si	2.772	2.77	20.499	-0.009	0.02	0.074
Si	0.078	5.472	20.405	-0.02	-0.001	0.056
Si	2.811	8.227	20.263	-0.016	-0.003	0.042
Si	0.083	-5.393	20.424	-0.02	-0.012	0.038
Si	2.733	-2.704	20.415	0.005	0.008	0.054
Si	5.633	-0.049	20.28	-0.007	-0.019	0.078
Si	8.171	2.718	20.415	-0.003	0.019	0.051
Si	5.452	5.532	20.329	-0.016	0.023	0.027
Si	8.312	8.222	20.254	0.016	-0.014	0.063
Si	5.481	-5.287	20.61	-0.036	-0.018	0.047
Si	8.322	-2.758	20.395	0.008	-0.028	0.053
Si	-5.407	0.085	20.422	-0.009	0.006	0.02
Si	-2.621	2.751	20.447	0.01	0.001	0.042
Si	-5.395	5.523	20.527	0.005	-0.004	0.049
Si	-2.733	-8.106	20.576	0.017	0.027	0.052
Si	-5.407	-5.326	20.614	-0.015	0.01	0.038
Si	-2.579	-2.572	20.098	0.005	0.001	0.025
Si	1.078	-1.51	21.548	0.142	0.049	-0.728
Si	4.504	1.536	21.527	-0.186	-0.005	-0.732
Si	1.703	4.488	21.794	-0.156	-0.303	-0.702
Si	3.925	6.748	21.66	0.212	0.055	-0.646
Si	1.696	-6.613	21.644	-0.243	-0.04	-0.678
Si	3.701	-4.191	21.966	0.429	0.174	-0.651
Si	7.147	-1.217	21.687	-0.205	-0.159	-0.708
Si	-7.088	1.291	21.541	0.158	-0.091	-0.646
Si	6.504	3.939	21.636	0.283	0.03	-0.697
Si	-6.481	7.103	21.913	-0.173	-0.04	-0.741
Si	7.254	-6.492	21.585	-0.203	0.017	-0.77
Si	9.515	-4.323	21.697	0.17	0.218	-0.738
Si	-3.674	-1.093	21.485	-0.189	0.13	-0.695
Si	-1.515	1.124	21.763	0.123	0.212	-0.667
Si	-3.742	4.344	21.733	-0.189	-0.132	-0.79
Si	-1.532	6.541	21.73	0.097	0.212	-0.75
Si	-4.306	-6.941	21.965	0.182	0.128	-0.674
Si	-1.102	-3.678	21.494	0.028	-0.15	-0.663
Si	-1.422	-3.685	-6.493	-0.028	0.024	-0.058
Si	-8.142	-8.099	-1.943	-0.008	-0.052	0.109
Si	-3.152	7.412	-7.065	-0.025	-0.025	0.031
Si	3.242	-6.084	25.791	0.037	-0.119	-0.057
Si	6.97	-1.844	24.649	-0.088	-0.021	-0.06
Si	0.677	3.484	-6.71	-0.112	-0.037	-0.092
Si	-1.702	-1.266	-4.503	0.08	-0.01	0.02
Si	3.648	-4.435	-2.752	-0.016	-0.112	0.038
Si	8.179	-3.286	-5.349	0.118	0.05	0.148
Si	-0.228	-7.828	23.572	0.022	-0.05	-0.071
Si	-2.203	-5.558	23.575	-0.138	-0.057	0.027
Si	-5.03	-2.573	23.869	-0.132	-0.041	-0.068
Si	6.161	-5.301	-4.263	0.037	-0.131	0.192
Si	4.297	4.65	-4.532	0.029	0.007	0.05
Si	-8.379	5.616	23.861	0.021	-0.041	-0.056
Si	5.198	-0.391	-2.133	0.037	0.077	0.083
Si	-3.401	6.639	-3.467	-0.074	0.025	0.276
Si	-2.917	-7.069	-4.739	-0.061	-0.076	0.067
Si	-4.415	-4.434	-3.938	-0.026	-0.013	0.018
Si	1.635	-6.724	-2.769	-0.069	0.063	0.099
Si	-10.997	7.041	24.435	-0.002	-0.039	-0.07
Si	6.131	-4.701	25.833	0.022	0.142	-0.037
Si	-1.814	2.171	-5.702	0.06	0.086	0.038
Si	-0.712	5.507	-2.415	-0.058	0.006	0.064
Si	1.717	-7.974	-5.366	-0.037	0.048	0.002
Si	3.022	2.135	-5.228	-0.081	-0.066	0.175
Si	6.866	-0.515	-4.816	-0.125	-0.041	0.06
Si	7.022	-7.123	24.497	-0.142	0	-0.083
Si	-4.242	3.259	-5.117	-0.012	-0.042	-0.064
Si	4.87	-7.776	-5.725	0.06	0.01	-0.01
Si	-7.653	3.12	-1.961	0.102	0.064	0.144
Si	3.72	1.114	24.267	0.007	-0.112	0.078
Si	-0.479	1.408	24.737	0.034	-0.037	-0.155
Si	-5.118	0.209	25.319	0.119	0.046	0.015
Si	-5.133	5.75	-5.964	-0.062	-0.045	-0.067
Si	-0.985	2.313	-2.673	-0.084	-0.002	0.017
Si	2.877	-3.451	24.868	0.06	-0.001	-0.178
Si	8.955	1.816	-4.634	0.053	-0.019	0.083
Si	2.426	-1.936	-2.442	0.038	0.034	0.129
Si	-2.607	-2.66	-2.043	0.031	0.082	0.098
Si	-0.108	-5.913	-4.828	-0.051	0.006	-0.005
Si	4.414	7.708	24.612	-0.085	0.018	-0.104
Si	1.716	3.41	24.577	0	0.129	-0.017
Si	0.843	0.32	-3.871	-0.138	0.115	-0.057
Si	6.808	6.289	-4.651	-0.013	-0.044	-0.019
Si	-0.331	6.307	-6.766	-0.028	0.097	-0.085
Si	-4.825	4.429	-2.312	-0.162	0.003	0.02
Si	-3.88	0.373	-5.477	0.073	0.105	-0.065
Si	2.251	5.67	-2.317	0.037	-0.021	0.219
Si	-7.122	3.881	26.008	-0.12	-0.007	-0.181
Si	1.578	-0.807	24.445	0.003	0.005	-0.082
Si	-5.362	2.634	23.712	0.011	-0.061	-0.058
Si	4.852	0.354	-7.081	0.036	-0.137	-0.016
Si	-5.916	-5.921	-1.875	0.064	-0.047	0.225
Si	1.34	-1.376	5.523	0.008	0.007	-0.001
Si	4.064	1.293	5.509	0.003	-0.001	0.012
Si	1.327	4.047	5.537	0.005	-0.007	-0.001
Si	4.047	6.746	5.529	0	0.002	0.008
Si	1.35	9.468	5.524	-0.002	0.011	-0.001
Si	4.054	12.162	5.531	0.017	-0.008	0.008
Si	6.79	-1.39	5.49	0.014	-0.004	0.002
Si	9.497	1.273	5.445	0.004	-0.011	-0.004
Si	6.801	4.018	5.489	0.004	0.009	0.005
Si	-6.822	6.807	5.629	-0.005	-0.016	0
Si	6.772	9.445	5.478	-0.004	0.002	-0.001
Si	-6.798	-4.075	5.602	-0.001	0	0.002
Si	-4.073	-1.388	5.609	0.004	-0.004	0.01
Si	-1.345	1.346	5.556	0.01	0.001	-0.006
Si	-4.051	4.078	5.581	0.007	-0.008	0.007
Si	-1.381	6.757	5.543	0.002	-0.007	-0.002
Si	-4.103	-6.779	5.59	-0.007	0.001	-0.002
Si	-1.367	-4.095	5.548	0.005	0	-0.002
Si	2.714	-0.042	6.888	-0.007	0.006	-0.001
Si	5.424	2.678	6.847	0	-0.003	-0.005
Si	2.694	5.403	6.891	-0.007	0.005	0.011
Si	5.422	8.111	6.864	-0.002	-0.008	-0.004
Si	2.693	10.832	6.897	0.002	-0.007	-0.003
Si	5.441	-2.774	6.845	-0.005	-0.006	-0.007
Si	8.141	-0.034	6.846	-0.008	-0.002	0
Si	-5.418	2.721	6.946	0.002	0.01	-0.003
Si	-8.154	5.452	7.004	-0.005	0.001	0.004
Si	-5.453	-8.14	6.956	-0.008	0.005	0.002
Si	-8.168	-5.409	6.97	0.002	0.002	0
Si	-5.448	-2.719	6.966	-0.001	0.005	-0.002
Si	-2.706	-0.007	6.927	0.003	-0.01	0.003
Si	-0.007	2.704	6.923	-0.009	0.009	0.004
Si	-2.718	5.435	6.948	-0.004	-0.001	-0.001
Si	-0.014	8.127	6.891	-0.001	-0.002	-0.005
Si	-2.726	-5.432	6.93	-0.002	0.011	-0.002
Si	-0.013	-2.726	6.898	-0.011	0.007	-0.004
Si	1.37	1.338	8.253	0.007	0.002	-0.006
Si	4.079	4.045	8.22	0.001	-0.002	-0.007
Si	1.352	6.78	8.251	0.001	-0.012	-0.007
Si	4.079	9.483	8.231	0.007	0.009	-0.002
Si	1.348	-4.1	8.243	-0.002	-0.007	-0.008
Si	4.086	-1.408	8.218	-0.002	0.004	-0.009
Si	6.795	1.333	8.204	0.005	-0.001	-0.004
Si	-6.779	4.084	8.318	0.013	0.016	-0.004
Si	6.797	6.75	8.199	-0.006	-0.003	-0.001
Si	-6.812	-6.782	8.317	-0.004	-0.006	-0.005
Si	6.803	-4.126	8.197	0.005	0.009	0
Si	-6.806	-1.354	8.323	-0.006	-0.013	0.002
Si	-4.069	1.353	8.294	-0.001	0.001	-0.011
Si	-1.359	4.067	8.288	0.008	-0.006	0.001
Si	-4.083	6.812	8.293	0.009	-0.001	-0.004
Si	-1.362	-6.812	8.257	-0.006	0	-0.011
Si	-4.077	-4.075	8.304	-0.004	0.002	-0.002
Si	-1.353	-1.367	8.28	0.012	0.007	-0.004
Si	0.01	-0.005	9.624	-0.002	0	0.001
Si	2.731	2.703	9.597	0.002	0.002	0.002
Si	0.002	5.437	9.626	-0.003	0.004	0.008
Si	2.722	8.139	9.599	-0.005	0	-0.002
Si	-0.007	-5.447	9.612	-0.005	0.007	-0.002
Si	2.723	-2.745	9.589	0.003	-0.008	0
Si	5.447	-0.03	9.563	0.005	0.005	0.001
Si	-8.166	2.749	9.674	-0.001	0.003	-0.001
Si	5.444	5.408	9.571	-0.006	-0.004	0.001
Si	-8.17	-8.132	9.681	-0.007	-0.01	0.001
Si	5.446	-5.47	9.569	-0.006	0.002	0.001
Si	-8.175	-2.694	9.681	-0.003	0.006	0.002
Si	-5.442	0.017	9.662	-0.002	0.006	-0.002
Si	-2.721	2.721	9.649	-0.002	0.004	0
Si	-5.439	5.462	9.664	-0.006	-0.014	0.008
Si	-2.723	-8.143	9.637	0.002	0.001	0.001
Si	-5.447	-5.421	9.663	0.005	0.005	0.001
Si	-2.719	-2.708	9.649	-0.005	0.003	0
Si	1.379	-1.373	10.959	0.003	0.006	-0.006
Si	4.107	1.344	10.934	-0.006	-0.002	-0.004
Si	1.381	4.078	10.958	0.006	0	-0.002
Si	4.097	6.778	10.937	0.007	-0.007	-0.002
Si	1.37	9.517	10.954	0.002	0.006	-0.002
Si	4.096	-4.101	10.931	0.002	-0.001	0.003
Si	6.828	-1.385	10.9	0.001	-0.011	-0.006
Si	-6.807	1.384	11.019	0.003	-0.006	0
Si	-9.532	4.115	11.033	0	0.007	0.002
Si	-6.808	-9.497	11.023	0.007	0.006	-0.001
Si	-9.539	-6.767	11.025	0.005	0.008	-0.003
Si	-6.809	-4.058	11.022	-0.01	-0.001	-0.001
Si	-4.079	-1.344	11.01	0.002	-0.001	0
Si	-1.349	1.36	10.987	0.003	-0.001	-0.005
Si	-4.079	4.095	11.002	0.01	0.003	-0.003
Si	-1.356	6.814	10.976	-0.005	-0.003	-0.007
Si	-4.082	-6.783	11.007	-0.001	-0.006	-0.003
Si	-1.356	-4.081	10.985	0.004	-0.007	-0.002
Si	2.75	-0.005	12.294	0.003	-0.001	0.006
Si	5.473	2.706	12.288	0.009	0.005	0.003
Si	2.747	5.434	12.312	-0.009	0.001	0.003
Si	5.465	8.142	12.282	-0.009	-0.003	0.002
Si	2.738	10.876	12.302	-0.001	0.003	0.005
Si	5.477	-2.737	12.26	0.001	0.015	-0.001
Si	8.188	-0.023	12.255	-0.001	0.001	-0.003
Si	-5.449	2.755	12.368	-0.004	0.011	0.001
Si	-8.179	5.486	12.392	0.002	0	0
Si	-5.454	-8.126	12.369	-0.002	-0.01	0.006
Si	-8.177	-5.41	12.377	-0.001	-0.004	0
Si	-5.45	-2.69	12.369	0	-0.001	0.001
Si	-2.714	0.019	12.357	-0.002	0.002	-0.004
Si	0.015	2.736	12.318	-0.008	-0.004	0.005
Si	-2.727	5.476	12.336	0.005	-0.007	0.002
Si	0.011	8.172	12.322	-0.004	-0.004	-0.002
Si	-2.719	-5.424	12.357	-0.008	0.009	0.003
Si	0.014	-2.718	12.325	-0.002	-0.002	-0.004
Si	1.393	1.37	13.643	0.005	0.004	-0.001
Si	4.13	4.081	13.655	-0.004	-0.01	0.002
Si	1.389	6.814	13.66	0.001	-0.01	0
Si	4.11	9.513	13.641	0.004	0.008	0.003
Si	1.39	-4.072	13.667	-0.003	0.001	0.002
Si	4.144	-1.358	13.62	0.005	-0.015	-0.001
Si	6.848	1.345	13.63	-0.002	0.002	-0.004
Si	-6.802	4.127	13.734	0.005	-0.01	0.003
Si	6.842	6.789	13.628	0.009	0.002	-0.001
Si	-6.815	-6.764	13.734	0.001	0.003	-0.001
Si	6.847	-4.097	13.603	-0.002	-0.006	0
Si	9.563	-1.383	13.592	-0.011	0.005	0
Si	-4.08	1.392	13.707	0.016	-0.002	0.002
Si	-1.346	4.122	13.658	-0.011	0.018	-0.006
Si	-4.089	6.831	13.707	0.004	0.004	-0.007
Si	-1.345	9.528	13.693	0.008	-0.001	0.003
Si	-4.086	-4.058	13.713	0.001	-0.004	0.001
Si	-1.345	-1.355	13.69	0.004	-0.001	-0.004
Si	0.036	0.023	15.004	-0.011	-0.003	0.005
Si	2.763	2.72	14.995	-0.011	-0.004	0.006
Si	0.014	5.476	15.014	-0.012	-0.005	0.001
Si	2.749	8.172	15.016	-0.003	0.001	0.006
Si	0.03	-5.428	15.03	0	0.007	0.007
Si	2.796	-2.705	14.975	0.004	0.018	0
Si	5.496	-0.006	14.995	0.001	-0.001	0.008
Si	8.214	2.702	14.984	0.005	-0.003	0.006
Si	5.493	5.453	15.01	0.003	0.001	0.01
Si	8.227	8.136	14.972	-0.009	0.005	0.006
Si	5.499	10.872	14.968	-0.002	0	0.002
Si	8.208	-2.733	14.953	0.002	0.009	0.012
Si	-5.465	0.045	15.057	-0.01	-0.003	0.007
Si	-2.716	2.796	15.019	0.007	-0.003	0.002
Si	-5.455	5.508	15.092	-0.001	0.004	0.005
Si	-2.723	8.185	15.054	-0.002	-0.004	0.007
Si	-5.449	-5.405	15.084	-0.005	0.001	0.002
Si	-2.718	-2.699	15.057	-0.004	-0.001	-0.002
Si	17.281	-1.278	-0.073	0.229	-0.095	0.629
Si	20.048	1.592	0.116	0.151	-0.224	0.769
Si	17.783	3.748	0.234	-0.168	0.143	0.755
Si	20.46	6.285	0.058	-0.016	0.29	0.676
Si	17.418	-6.389	0.091	0.039	-0.175	0.645
Si	20.661	-4.224	0.002	-0.362	0.237	0.673
Si	23.429	-1.606	0.219	-0.285	0.152	0.718
Si	25.868	1.039	-0.096	-0.011	0.268	0.679
Si	22.836	4.204	-0.056	0.212	-0.186	0.709
Si	26.122	6.51	-0.064	-0.256	0.147	0.764
Si	22.828	9.724	-0.224	0.32	-0.397	0.571
Si	9.012	12.243	-0.022	0.412	-0.136	0.684
Si	11.918	-1.047	-0.016	0.014	-0.302	0.697
Si	15.133	0.965	0.292	0.013	0.015	0.682
Si	11.91	4.427	0.086	0.366	-0.472	0.562
Si	14.742	6.958	0.049	0.154	-0.149	0.737
Si	12.429	9.126	-0.108	-0.247	0.257	0.709
Si	15.01	-4.432	0.239	0.017	0.096	0.663
Si	18.939	-0.139	1.245	-0.006	0.01	-0.067
Si	21.733	2.657	1.349	-0.015	0.009	-0.067
Si	18.968	5.296	1.516	-0.002	-0.025	-0.043
Si	21.682	8.066	1.076	-0.004	-0.023	-0.026
Si	19.009	-5.288	1.352	0.005	-0.013	-0.031
Si	21.774	-2.741	1.395	0.002	0.006	-0.064
Si	24.526	-0.031	1.475	0.03	0.022	-0.052
Si	10.85	2.688	1.313	0.019	0.013	-0.023
Si	24.439	5.407	1.188	0.011	0.009	-0.042
Si	10.813	8.194	1.375	0.014	0.004	-0.069
Si	24.414	10.765	1.236	-0.018	-0.011	-0.056
Si	10.8	-2.863	1.092	-0.017	0.041	-0.074
Si	13.478	-0.116	1.495	-0.027	-0.003	-0.046
Si	16.28	2.56	1.533	0.001	0.007	-0.042
Si	13.596	5.406	1.39	-0.004	0.01	-0.059
Si	16.335	8.166	1.274	-0.009	0.015	-0.038
Si	13.482	-5.674	1.407	-0.011	-0.023	-0.035
Si	16.205	-2.776	1.385	-0.013	-0.004	-0.048
Si	17.684	1.195	2.78	0.033	-0.023	0.054
Si	20.406	3.976	2.792	0.011	-0.029	0.036
Si	17.632	6.791	2.692	-0.028	0.004	0.019
Si	20.364	9.467	2.536	0.036	0.014	0.01
Si	17.646	-4.027	2.755	-0.014	-0.014	0.026
Si	20.349	-1.394	2.661	-0.012	0.024	0.017
Si	23.089	1.325	2.706	0	0.009	0.019
Si	25.762	4.031	2.579	0.01	-0.005	0.013
Si	23.09	6.801	2.538	-0.02	0.013	-0.003
Si	25.818	9.467	2.589	0.015	0.015	0.006
Si	23.121	12.143	2.678	0.028	0	0.05
Si	9.511	-1.482	2.631	-0.004	-0.035	0.043
Si	12.195	1.373	2.751	-0.033	-0.001	0.007
Si	14.914	4.017	2.747	0	0.018	0.021
Si	12.183	6.771	2.728	0.017	0.016	0.021
Si	14.937	-6.927	2.748	0.003	-0.025	0.031
Si	12.137	-4.162	2.603	-0.01	0.029	0.006
Si	14.854	-1.481	2.793	0.026	0.005	0.026
Si	16.259	-0.104	4.107	0.002	0.016	-0.003
Si	19.042	2.597	4.106	0.002	-0.008	-0.002
Si	16.286	5.407	4.053	0.015	-0.01	0.012
Si	19.035	8.147	3.991	0.004	0.026	0.003
Si	16.292	-5.484	4.042	-0.023	0.002	-0.013
Si	19.027	-2.718	4.09	-0.02	0.014	0.01
Si	21.725	-0.05	4.025	-0.007	-0.009	0.007
Si	24.46	2.703	4.014	0.011	0.012	0.005
Si	21.782	5.436	3.997	0.011	0.007	-0.005
Si	24.456	8.116	3.949	-0.025	-0.015	0.002
Si	21.724	10.786	3.976	-0.025	0.015	0
Si	24.499	-2.794	4.011	-0.012	-0.01	0.003
Si	10.831	-0.074	4.031	0.014	-0.03	-0.02
Si	13.553	2.695	4.117	-0.002	-0.004	0.028
Si	10.795	5.381	4.037	0.005	0.004	0.008
Si	13.571	8.07	4.114	0	0.01	-0.008
Si	10.859	-5.449	4.112	0.02	0.017	0.009
Si	13.499	-2.864	4.065	-0.012	-0.008	0.029
Si	17.735	-1.374	16.185	-0.004	-0.011	-0.015
Si	20.433	1.324	16.199	0.002	0.002	-0.006
Si	17.71	4.01	16.259	-0.002	-0.012	0.001
Si	20.428	6.722	16.225	-0.006	-0.006	0.002
Si	17.73	-6.873	16.236	0.003	0.017	-0.01
Si	20.453	-4.156	16.173	-0.012	0.002	-0.01
Si	23.148	-1.421	16.167	0.003	0.001	-0.002
Si	9.616	1.34	16.306	0.003	-0.016	-0.009
Si	23.143	4.063	16.185	-0.008	-0.008	-0.007
Si	9.593	6.763	16.318	0.003	-0.003	-0.011
Si	23.157	9.453	16.196	0	0.007	-0.004
Si	9.567	-4.091	16.304	-0.014	-0.012	-0.003
Si	12.31	-1.395	16.291	0.012	-0.005	-0.006
Si	15.014	1.327	16.263	-0.003	-0.004	-0.004
Si	12.294	4.036	16.319	0.004	-0.012	-0.008
Si	15	6.72	16.27	-0.018	-0.007	-0.001
Si	12.318	-6.852	16.27	-0.004	-0.011	-0.003
Si	15.016	-4.163	16.225	0.012	-0.006	-0.01
Si	19.08	-0.024	17.568	-0.012	-0.005	-0.007
Si	21.756	2.738	17.525	-0.008	0.012	0.012
Si	19.048	5.389	17.605	-0.001	0.002	0.003
Si	21.821	8.067	17.553	-0.003	0.018	-0.01
Si	19.158	-5.55	17.552	-0.015	-0.012	-0.002
Si	21.785	-2.784	17.522	-0.001	-0.023	-0.002
Si	24.539	-0.058	17.472	-0.005	0.01	0.013
Si	10.944	2.692	17.708	0.013	0.017	0.009
Si	24.489	5.38	17.593	-0.003	0.01	0.007
Si	11.001	8.097	17.641	0.013	0.001	0.02
Si	24.516	10.815	17.545	0	0.002	0.019
Si	10.975	-2.778	17.646	-0.001	-0.003	0
Si	13.662	-0.009	17.633	0.011	0.006	0.024
Si	16.385	2.639	17.655	-0.001	0.023	-0.002
Si	13.683	5.356	17.678	-0.002	0.006	0.007
Si	16.349	-8.217	17.594	0.008	-0.012	-0.016
Si	13.673	-5.499	17.631	0	0.002	-0.002
Si	16.404	-2.778	17.492	0.009	0.002	-0.001
Si	17.744	1.27	19.019	-0.007	0.019	-0.004
Si	20.371	4.023	18.977	0.017	-0.025	-0.034
Si	17.677	6.753	18.963	0.002	-0.001	-0.015
Si	20.49	-6.944	18.947	-0.009	0.005	-0.013
Si	17.823	-4.103	18.798	0.002	0.025	-0.037
Si	20.459	-1.386	18.868	-0.007	-0.029	-0.007
Si	23.223	1.401	18.741	0.014	0.03	-0.034
Si	9.597	4.053	19.104	0.006	-0.004	-0.023
Si	23.113	6.713	18.972	-0.009	-0.011	-0.004
Si	9.669	9.539	18.916	0.012	0.003	-0.04
Si	23.115	-4.155	18.881	0	-0.018	-0.014
Si	25.803	-1.497	18.835	-0.03	-0.022	-0.017
Si	12.323	1.342	19.063	-0.004	-0.008	-0.017
Si	15.038	3.974	19.049	0.005	-0.009	-0.02
Si	12.337	6.716	19.044	-0.004	-0.004	-0.049
Si	15.013	-6.88	18.982	-0.018	-0.009	-0.011
Si	12.344	-4.134	19.008	-0.012	0.007	-0.013
Si	15.059	-1.442	18.857	-0.005	-0.015	-0.046
Si	16.446	-0.227	20.283	0.019	-0.002	0.046
Si	19.01	2.683	20.421	-0.008	0.029	0.066
Si	16.356	5.405	20.375	-0.005	-0.004	0.048
Si	19.077	8.048	20.318	0.005	0	0.036
Si	16.446	-5.435	20.121	0.004	0.011	0.04
Si	19.179	-2.798	20.227	-0.002	0.038	0.082
Si	21.846	0.088	20.024	-0.005	0.006	0.05
Si	24.495	2.68	20.261	-0.015	-0.001	0.048
Si	21.704	5.403	20.352	-0.018	0.002	0.057
Si	24.592	8.01	20.242	0.006	-0.007	0.078
Si	21.898	-5.61	20.279	0.054	-0.019	0.043
Si	24.366	-2.734	20.261	0.012	0.026	0.047
Si	11.003	-0.068	20.414	0.027	0.007	0.035
Si	13.718	2.627	20.481	0.013	-0.009	0.026
Si	10.991	5.373	20.478	0.004	0.009	0.042
Si	13.694	8.086	20.414	-0.012	-0.002	0.065
Si	11.026	10.808	20.373	-0.009	-0.021	0.044
Si	13.708	-2.718	20.273	0.005	0.015	0.051
Si	17.591	-1.819	21.641	0.081	0.219	-0.735
Si	20.768	1.571	21.465	-0.249	-0.049	-0.752
Si	17.819	4.244	21.776	-0.086	-0.184	-0.681
Si	20.085	6.453	21.746	0.116	0.12	-0.703
Si	18.05	-6.488	21.412	-0.192	-0.249	-0.696
Si	20.403	-4.331	21.501	0.222	0.165	-0.624
Si	23.288	-0.988	21.482	-0.07	-0.312	-0.747
Si	9.328	1.048	21.605	0.145	0.129	-0.717
Si	22.907	3.835	21.58	0.227	0.143	-0.754
Si	9.816	7.061	21.63	-0.035	-0.15	-0.727
Si	23.547	-6.735	21.562	-0.318	-0.095	-0.762
Si	25.524	-4.313	21.508	0.214	0.11	-0.722
Si	12.606	-1.221	21.731	-0.195	-0.136	-0.732
Si	14.902	0.883	21.598	-0.013	0.197	-0.678
Si	12.588	4.229	21.836	-0.178	-0.186	-0.663
Si	14.806	6.512	21.76	0.176	0.16	-0.704
Si	12.098	9.187	21.724	0.125	0.209	-0.776
Si	15.31	-3.919	21.45	-0.128	-0.026	-0.711
Si	18.109	-6.936	-2.797	-0.133	0.009	0.023
Si	9.13	5.945	-2.504	0.022	-0.036	-0.052
Si	15.613	-6.66	25.797	-0.035	-0.02	-0.178
Si	18.207	-6.362	24.238	-0.044	-0.007	-0.159
Si	21.714	-4.015	24.29	-0.053	0.053	-0.111
Si	19.292	2.864	-5.008	-0.018	0.019	0.001
Si	15.549	0.116	-4.03	-0.019	0.014	0.036
Si	23.645	-1.685	-2.551	0.069	-0.163	0.103
Si	22.181	1.782	25.832	-0.081	0.061	0.049
Si	15.792	6.862	24.72	-0.032	0.05	-0.016
Si	13.61	-5.346	23.749	-0.036	-0.056	-0.152
Si	11.421	-3.163	23.953	-0.01	0.01	-0.162
Si	17.585	-4.705	-4.662	-0.177	-0.006	0.136
Si	15.932	4.93	-2.014	-0.07	-0.11	0.123
Si	12.963	3.136	24.586	-0.046	-0.016	-0.081
Si	20.972	1.342	-2.865	0.013	0.19	-0.056
Si	15.325	-6.446	-3.766	0.052	0.032	-0.052
Si	13.508	4.745	-5.287	0.128	0.213	-0.001
Si	11.205	-6.809	-3.065	0.074	-0.146	0.124
Si	19.912	6.912	-2.736	0.042	-0.047	0.142
Si	9.068	2.481	24.108	-0.151	-0.117	-0.02
Si	28.102	-7.451	-7.074	-0.103	-0.001	-0.061
Si	13.754	5.453	26.276	0.036	0.011	0.013
Si	11.905	1.119	-3.96	0.043	-0.047	0.021
Si	13.248	7.516	-4.169	0.051	-0.065	0.031
Si	18.499	6.104	25.881	-0.149	0	0.054
Si	21.442	-1.204	-4.272	-0.04	-0.163	0.106
Si	22.943	-6.903	24.453	0.112	0.002	-0.007
Si	8.593	7.216	25.877	0	-0.079	0.094
Si	21.497	-3.705	-2.777	0.101	0.069	0.088
Si	8.188	3.051	-2.038	0.007	-0.079	0.085
Si	21.433	-0.199	23.706	-0.043	0.036	-0.114
Si	17.521	1.187	26.079	-0.04	0.011	-0.06
Si	9.841	-1.448	25.666	-0.033	0.037	0.226
Si	12.759	2.34	-6.737	-0.023	0.105	0.113
Si	16.561	4.448	-4.803	-0.012	-0.105	0.053
Si	19.058	-3.941	25.625	0.016	-0.112	-0.034
Si	25.782	3.813	-4.196	0.115	-0.049	-0.016
Si	16.988	-2.249	-2.959	-0.002	-0.002	0.109
Si	12.937	-1.394	-2.982	-0.132	-0.01	-0.01
Si	10.938	-4.774	-5.214	-0.034	-0.018	-0.198
Si	20.531	7.836	24.545	-0.102	-0.04	-0.174
Si	15.992	2.589	23.806	0.128	0.021	-0.13
Si	14.342	2.272	-2.384	0.063	0.028	-0.106
Si	22.569	7.123	-3.877	0.001	-0.104	0.027
Si	14.235	-3.86	-2.537	-0.023	-0.06	-0.077
Si	12.089	5.288	-2.836	-0.056	0.06	0.17
Si	6.549	1.229	25.196	0.103	-0.118	-0.146
Si	20.423	5.65	-5.278	0.046	-0.042	0.055
Si	8.184	5.338	23.716	-0.052	0.041	-0.08
Si	18.819	-1.22	24.546	0.001	-0.112	-0.071
Si	10.982	1.25	25.857	0.102	-0.008	0.086
Si	19.593	3.348	26.293	0.003	0.016	-0.189
Si	8.383	-6.254	-2.145	0.072	0.121	0.168
Si	17.652	-1.412	5.462	0.008	0.004	0.01
Si	20.413	1.281	5.447	-0.006	0.004	0.021
Si	17.665	4.023	5.385	-0.004	-0.005	-0.003
Si	20.398	6.776	5.346	0.012	-0.001	0.006
Si	17.675	9.483	5.378	-0.004	-0.012	-0.002
Si	20.396	12.174	5.359	0.009	-0.015	0.008
Si	23.12	-1.421	5.341	-0.008	0.003	0.008
Si	25.852	1.339	5.335	-0.004	-0.011	0.004
Si	23.129	4.075	5.37	-0.024	-0.004	0.009
Si	9.468	6.739	5.429	0.02	-0.019	0.004
Si	23.112	9.464	5.336	0.011	0.008	0.013
Si	9.504	-4.114	5.486	0.003	0.007	0.012
Si	12.196	-1.427	5.404	0.002	0.006	0.006
Si	14.928	1.309	5.433	0.014	-0.004	0.006
Si	12.174	4.052	5.431	-0.012	0.012	0.003
Si	14.935	6.725	5.452	-0.008	-0.006	0.01
Si	12.231	-6.837	5.436	-0.005	0.005	0.01
Si	14.914	-4.168	5.42	0.009	0.007	0.003
Si	19.033	-0.057	6.793	-0.001	0.007	0.003
Si	21.78	2.693	6.732	0.001	-0.005	0
Si	19.046	5.398	6.712	0.003	-0.002	-0.004
Si	21.763	8.116	6.715	0	0.006	-0.005
Si	19.035	10.836	6.738	-0.009	0.006	-0.004
Si	21.768	-2.781	6.708	-0.003	0	-0.006
Si	24.487	-0.036	6.683	0.005	-0.001	-0.003
Si	10.855	2.657	6.789	0.007	0.002	0.001
Si	8.153	5.388	6.834	0.001	-0.009	-0.004
Si	10.849	8.114	6.771	-0.008	0.006	-0.001
Si	8.138	-5.492	6.819	-0.003	0.003	0
Si	10.868	-2.754	6.821	-0.006	0.001	-0.003
Si	13.57	-0.068	6.768	0.001	-0.005	0
Si	16.305	2.677	6.763	-0.003	-0.003	-0.005
Si	13.561	5.384	6.795	-0.007	-0.008	0.005
Si	16.323	8.113	6.749	0.001	0.005	-0.007
Si	13.588	-5.507	6.812	0.013	-0.002	-0.007
Si	16.286	-2.796	6.773	-0.006	-0.001	-0.006
Si	17.676	1.323	8.12	0.016	0.002	0.001
Si	20.407	4.044	8.078	0.01	-0.004	0.003
Si	17.69	6.749	8.087	-0.006	0.003	-0.007
Si	20.409	9.475	8.077	0.004	-0.002	-0.003
Si	17.674	-4.141	8.112	-0.008	-0.012	0.001
Si	20.417	-1.431	8.097	-0.013	-0.007	-0.008
Si	23.147	1.322	8.066	0.004	0.009	-0.006
Si	9.52	4.026	8.17	-0.005	-0.002	-0.001
Si	23.132	6.763	8.068	0.001	-0.008	0.003
Si	9.512	9.469	8.161	0.007	0.003	-0.009
Si	23.142	-4.129	8.054	-0.004	0.003	0
Si	9.513	-1.399	8.181	0.01	-0.004	0
Si	12.23	1.304	8.137	-0.006	-0.006	-0.004
Si	14.942	4.024	8.126	0.001	-0.007	0.001
Si	12.218	6.765	8.141	0.009	-0.007	-0.007
Si	14.971	-6.864	8.135	-0.005	0.009	0.002
Si	12.238	-4.125	8.156	0.009	0.011	-0.004
Si	14.944	-1.417	8.125	0.011	0.005	-0.003
Si	16.319	-0.051	9.464	-0.003	0.007	0
Si	19.054	2.685	9.449	-0.016	0.007	0.002
Si	16.325	5.394	9.45	-0.003	0.003	-0.002
Si	19.055	8.11	9.438	0.01	0.003	-0.005
Si	16.329	-5.499	9.482	0.003	-0.007	0.003
Si	19.05	-2.78	9.454	0.002	0.007	0
Si	21.785	-0.046	9.424	-0.001	0.001	-0.004
Si	8.164	2.691	9.549	-0.004	0.01	0.001
Si	21.78	5.397	9.428	-0.002	0.003	-0.001
Si	8.164	8.119	9.539	-0.002	-0.003	-0.002
Si	21.78	-5.484	9.418	0.005	0.007	0
Si	8.17	-2.762	9.541	0.001	0.003	-0.001
Si	10.882	-0.037	9.521	-0.011	-0.001	0.001
Si	13.597	2.662	9.489	0.007	-0.006	0.003
Si	10.882	5.397	9.513	0.003	-0.007	-0.002
Si	13.602	8.109	9.49	0.006	0.006	-0.002
Si	10.883	-5.488	9.51	0	0.006	0.003
Si	13.603	-2.768	9.504	-0.004	-0.007	0.001
Si	17.694	-1.41	10.806	-0.001	0.003	-0.004
Si	20.425	1.314	10.784	0.004	-0.005	0.002
Si	17.691	4.04	10.803	0.003	-0.004	0.003
Si	20.418	6.751	10.786	-0.002	-0.002	0.001
Si	17.705	9.459	10.815	-0.005	-0.002	0.002
Si	20.425	-4.137	10.793	-0.004	-0.008	0
Si	23.152	-1.402	10.775	0.005	-0.012	-0.001
Si	9.538	1.329	10.888	0.002	-0.002	-0.003
Si	6.82	4.056	10.917	0.005	-0.003	-0.004
Si	9.536	6.76	10.884	-0.002	-0.003	-0.003
Si	6.819	-6.832	10.908	-0.001	0.009	0.001
Si	9.541	-4.123	10.882	-0.004	0	-0.002
Si	12.251	-1.402	10.863	0.008	0.006	-0.003
Si	14.971	1.307	10.831	0	-0.009	-0.001
Si	12.254	4.033	10.854	0.005	0.006	0.004
Si	14.974	6.744	10.825	-0.001	-0.008	-0.002
Si	12.259	9.476	10.857	0.004	-0.001	-0.004
Si	14.974	-4.133	10.842	0.005	0.011	0.002
Si	19.063	-0.044	12.145	-0.009	-0.005	0.002
Si	21.791	2.672	12.137	-0.002	0.003	0.003
Si	19.062	5.392	12.151	-0.006	0.009	-0.001
Si	21.784	8.117	12.122	0.007	0.004	-0.002
Si	19.071	10.823	12.158	0.008	-0.003	0.002
Si	21.795	-2.768	12.13	-0.004	0.011	0.001
Si	24.518	-0.04	12.129	-0.001	0.001	-0.002
Si	10.907	2.686	12.234	-0.004	0	0.001
Si	8.188	5.416	12.265	-0.009	0	0.003
Si	10.911	8.117	12.225	0.002	0	-0.002
Si	8.193	-5.475	12.251	0.002	0.001	0.003
Si	10.904	-2.76	12.23	-0.006	-0.005	0.006
Si	13.624	-0.044	12.203	0.001	0.004	0.001
Si	16.335	2.681	12.164	0.001	0.003	0
Si	13.624	5.392	12.198	0.012	-0.003	0.003
Si	16.35	8.095	12.171	-0.001	0.009	-0.003
Si	13.623	-5.489	12.213	-0.002	-0.004	0.006
Si	16.345	-2.768	12.176	-0.001	-0.004	-0.003
Si	17.706	1.324	13.501	-0.007	0.004	0.001
Si	20.426	4.028	13.495	-0.001	-0.01	0.005
Si	17.708	6.733	13.528	0.009	-0.013	0.008
Si	20.431	9.455	13.502	-0.008	0.006	0.006
Si	17.714	-4.133	13.513	-0.008	0.01	0
Si	20.433	-1.409	13.484	0.003	-0.005	0.006
Si	23.158	1.317	13.491	0.003	-0.012	0
Si	9.561	4.049	13.605	0.006	0.001	0.002
Si	23.144	6.758	13.467	-0.018	0.01	0.001
Si	9.567	-6.836	13.592	-0.002	-0.005	-0.005
Si	23.165	-4.134	13.47	0.005	-0.011	0
Si	25.88	-1.406	13.478	-0.004	0	0.004
Si	12.286	1.324	13.571	0.015	-0.017	-0.003
Si	14.986	4.031	13.544	-0.009	0.001	0.002
Si	12.276	6.751	13.57	-0.003	-0.001	-0.001
Si	15.003	9.452	13.534	0.014	-0.012	0
Si	12.269	-4.124	13.579	0	0.011	0.008
Si	14.992	-1.409	13.542	-0.001	0.002	-0.004
Si	16.351	-0.024	14.866	0.005	0.004	0.006
Si	19.063	2.677	14.861	-0.001	0.008	0.002
Si	16.355	5.373	14.9	0.005	0.002	0.002
Si	19.078	8.09	14.87	-0.003	0.004	0.008
Si	16.375	-5.512	14.872	-0.006	-0.008	-0.002
Si	19.084	-2.769	14.849	-0.005	-0.001	0.004
Si	21.787	-0.045	14.836	-0.006	-0.004	0.004
Si	24.516	2.679	14.851	0.004	0.001	0.01
Si	21.787	5.405	14.826	0.01	0.007	0.004
Si	24.507	8.103	14.824	0.003	0.008	0.003
Si	21.815	10.817	14.825	0	0.001	0.003
Si	24.523	-2.779	14.827	-0.003	-0.005	0.005
Si	10.945	-0.034	14.936	0.001	0.016	0.005
Si	13.64	2.688	14.928	0.003	0.007	0.004
Si	10.936	5.397	14.954	0	0.005	0.006
Si	13.657	8.1	14.909	0.009	0.001	-0.003
Si	10.92	-5.481	14.954	-0.006	-0.006	0.006
Si	13.647	-2.766	14.915	-0.001	0.001	0.015
Si	-31.672	-1.034	0.014	0.166	0.013	0.726
Si	-28.837	1.795	-0.267	0.158	-0.319	0.742
Si	-31.15	3.925	-0.059	-0.059	0.213	0.75
Si	-28.25	6.496	-0.251	-0.09	0.197	0.72
Si	-31.665	-6.484	-0.208	0.268	-0.122	0.707
Si	-28.406	-4.183	-0.201	-0.241	0.27	0.655
Si	-25.459	-1.432	-0.082	-0.266	0.159	0.694
Si	-22.791	1.378	0.068	-0.287	0.131	0.662
Si	-25.944	4.32	-0.298	0.184	-0.181	0.732
Si	-22.476	6.437	-0.196	-0.543	0.56	0.511
Si	-25.997	10.014	-0.351	0.313	-0.399	0.71
Si	25.582	12.371	0.025	0.306	-0.204	0.66
Si	28.231	-1.047	-0.14	0.161	-0.164	0.661
Si	31.474	1.286	-0.151	-0.282	0.121	0.613
Si	28.322	4.248	-0.041	0.19	-0.211	0.738
Si	31.012	7.148	-0.029	0.035	-0.195	0.792
Si	28.699	9.231	-0.114	-0.054	0.258	0.693
Si	31.506	-4.163	-0.053	-0.246	0.065	0.673
Si	-29.914	0.119	1.085	-0.016	0.017	-0.079
Si	-27.169	2.812	1.086	-0.005	0.003	-0.064
Si	-29.877	5.495	1.159	0.023	-0.005	-0.049
Si	-27.099	8.241	0.917	0.003	0.002	-0.036
Si	-29.969	-5.393	1.081	-0.026	0.021	-0.041
Si	-27.182	-2.587	1.073	0.033	-0.005	-0.045
Si	-24.399	0.143	1.29	0.024	-0.013	-0.056
Si	27.08	2.675	1.172	0.007	-0.028	-0.037
Si	-24.356	5.509	1.015	0.017	-0.002	-0.028
Si	27.198	8.102	1.278	-0.004	-0.011	-0.076
Si	-24.307	-5.299	0.997	0.004	0.012	-0.065
Si	27.21	-2.722	1.206	0.017	-0.007	-0.046
Si	29.848	0.104	1.139	0.021	-0.006	-0.027
Si	-32.646	2.747	1.276	0.011	-0.01	-0.035
Si	29.923	5.446	1.203	-0.015	0.022	-0.041
Si	-32.693	8.293	1.254	0.01	-0.001	-0.07
Si	29.893	-5.432	1.136	-0.022	0.02	-0.059
Si	-32.696	-2.643	1.35	0.009	-0.009	-0.037
Si	-31.249	1.388	2.582	0.015	0.005	0.048
Si	-28.519	4.135	2.535	-0.018	-0.019	0.019
Si	-31.253	6.879	2.494	-0.019	-0.013	0
Si	-28.532	9.535	2.381	0.019	-0.002	0.009
Si	-31.237	-4.026	2.564	-0.002	-0.019	0.011
Si	-28.543	-1.252	2.462	-0.023	-0.014	-0.012
Si	-25.856	1.468	2.542	-0.001	0.029	0.007
Si	-23.128	4.188	2.627	-0.013	0.057	-0.005
Si	-25.739	6.908	2.381	-0.031	-0.024	0.013
Si	-23.039	-6.729	2.438	0.008	-0.009	-0.025
Si	-25.767	-3.99	2.431	0.007	0.027	0.03
Si	25.91	-1.432	2.71	0.002	-0.015	0.042
Si	28.523	1.412	2.566	-0.009	-0.003	0.018
Si	-33.996	4.127	2.583	-0.016	0.003	0.007
Si	28.57	6.761	2.63	0.018	-0.003	0.051
Si	-34.039	-6.707	2.62	-0.017	-0.016	0.036
Si	28.568	-4.085	2.541	0	0.005	0.02
Si	-34.123	-1.29	2.593	-0.025	0.028	0.007
Si	-32.65	0.022	3.916	0.022	-0.002	-0.025
Si	-29.881	2.768	3.92	0.015	-0.011	-0.009
Si	-32.597	5.498	3.891	0.014	0.002	0.001
Si	-29.867	8.219	3.846	0.013	0.014	-0.001
Si	-32.616	-5.375	3.936	-0.006	0.017	-0.006
Si	-29.861	-2.647	3.875	0.005	-0.004	0.008
Si	-27.197	0.069	3.892	0.002	-0.003	0.007
Si	-24.497	2.812	3.954	-0.002	-0.022	0.001
Si	-27.119	5.537	3.824	0.002	0.011	-0.01
Si	-24.42	-8.079	3.834	-0.008	0.006	0.019
Si	-27.156	-5.397	3.776	0.003	-0.013	-0.016
Si	-24.504	-2.671	3.964	-0.015	0.012	-0.004
Si	27.247	0.001	3.989	0.012	-0.001	-0.005
Si	-35.368	2.753	3.929	-0.01	-0.016	-0.005
Si	27.171	5.388	3.938	0.005	0	-0.011
Si	-35.352	8.17	3.955	-0.005	0.006	-0.019
Si	27.198	-5.454	3.91	0.006	0.011	0.002
Si	-35.394	-2.716	3.952	-0.001	0.004	0
Si	-31.327	-1.364	16.242	-0.011	0.004	-0.002
Si	-28.64	1.357	16.26	0.011	0.004	0
Si	-31.315	4.057	16.267	0.003	-0.008	-0.001
Si	-28.611	6.823	16.274	-0.002	-0.017	-0.002
Si	-31.316	-6.852	16.235	0.005	0.008	0.002
Si	-28.624	-4.066	16.249	-0.001	-0.004	-0.003
Si	-25.911	-1.35	16.297	-0.003	0.019	-0.007
Si	25.912	1.317	16.176	-0.013	-0.004	-0.004
Si	-25.872	4.096	16.291	-0.009	0.002	-0.005
Si	25.835	6.733	16.196	-0.01	-0.003	0
Si	-25.897	-6.788	16.283	0.005	0.005	-0.004
Si	25.874	-4.168	16.17	0.007	-0.011	-0.013
Si	28.572	-1.417	16.237	-0.009	0.012	0.007
Si	-33.995	1.323	16.258	-0.002	-0.004	0.003
Si	28.598	4.009	16.212	0.002	0.011	0.001
Si	-34.012	6.727	16.251	-0.02	-0.003	-0.003
Si	28.579	-6.865	16.188	-0.008	-0.004	-0.008
Si	-34.053	-4.12	16.208	-0.005	-0.005	-0.005
Si	-30.012	0.007	17.646	-0.01	0.014	-0.009
Si	-27.256	2.712	17.587	0.007	-0.003	0
Si	-30.016	5.485	17.614	0.001	0.005	0.002
Si	-27.237	8.168	17.651	-0.009	0.002	0.019
Si	-29.973	-5.469	17.572	-0.007	0.011	0.006
Si	-27.309	-2.688	17.64	0.005	0	-0.007
Si	-24.566	-0.009	17.694	-0.001	-0.011	0.01
Si	27.235	2.677	17.583	0.015	0.004	0.008
Si	-24.535	5.45	17.705	-0.002	-0.009	-0.005
Si	27.223	8.072	17.515	0.02	0.007	0.016
Si	-24.568	-5.441	17.682	0.016	0	0.014
Si	27.217	-2.842	17.554	-0.002	-0.016	0.002
Si	29.928	-0.053	17.613	0.007	-0.021	0.022
Si	-32.644	2.67	17.658	0.006	0.013	-0.017
Si	29.965	5.298	17.624	0.004	-0.019	-0.003
Si	-32.679	-8.218	17.612	-0.006	-0.019	-0.003
Si	29.894	-5.507	17.586	0.008	0.014	-0.006
Si	-32.737	-2.723	17.552	-0.01	0.009	-0.006
Si	-31.358	1.308	19.092	-0.024	-0.029	0.005
Si	-28.599	4.131	18.869	0.021	-0.005	-0.023
Si	-31.387	6.78	19.068	-0.007	-0.028	-0.011
Si	-28.611	-6.782	18.975	0.003	0.001	-0.019
Si	-31.43	-4.143	18.843	-0.013	-0.012	-0.034
Si	-28.691	-1.346	19.019	0.038	-0.01	-0.012
Si	-25.993	1.326	19.014	-0.028	0.02	-0.034
Si	25.863	4.027	18.945	0.004	-0.012	-0.017
Si	-25.871	6.837	19.056	-0.001	0.028	-0.012
Si	25.884	9.429	18.874	-0.015	-0.013	-0.018
Si	-25.966	-4.058	18.983	0.003	-0.008	-0.026
Si	-23.174	-1.345	19.071	0.013	0.021	-0.004
Si	28.589	1.329	18.959	0.016	0.006	-0.015
Si	31.341	3.991	19.099	-0.007	0.029	-0.011
Si	28.515	6.637	18.864	-0.03	0	-0.031
Si	31.215	-6.889	18.957	-0.005	0.011	-0.001
Si	28.54	-4.192	18.985	-0.021	0.016	-0.017
Si	31.229	-1.43	19.032	0.025	0	-0.024
Si	32.563	-0.098	20.505	-0.01	-0.012	0.094
Si	-29.911	2.78	20.235	-0.008	0.029	0.03
Si	32.623	5.389	20.574	0.006	-0.015	0.025
Si	-30.018	8.231	20.322	0.016	0.007	0.047
Si	32.541	-5.482	20.281	0.009	0.01	0.054
Si	-30.129	-2.777	20.194	-0.012	-0.011	0.054
Si	-27.367	-0.015	20.452	0.014	0.005	0.032
Si	-24.646	2.706	20.365	-0.014	-0.002	0.076
Si	-27.298	5.48	20.299	-0.009	-0.013	0.063
Si	-24.566	8.177	20.513	0.014	-0.001	0.05
Si	-27.312	-5.394	20.374	-0.015	-0.006	0.021
Si	-24.563	-2.75	20.325	-0.005	0.001	0.036
Si	27.184	-0.146	20.115	0.024	-0.001	0.037
Si	29.989	2.578	20.441	0.011	-0.033	0.04
Si	27.211	5.325	20.348	0.017	0.009	0.064
Si	29.844	7.979	20.197	0.019	-0.021	0.056
Si	27.164	10.77	20.33	0.038	0.02	0.05
Si	29.869	-2.856	20.39	0.005	-0.017	0.041
Si	33.642	-1.819	21.702	0.082	0.225	-0.726
Si	-28.426	1.716	21.68	-0.092	-0.285	-0.732
Si	34.437	4.325	21.727	-0.4	-0.197	-0.707
Si	-28.812	6.72	21.589	0.243	0.154	-0.727
Si	34.143	-6.489	21.63	-0.064	-0.226	-0.707
Si	-28.987	-4.238	21.548	0.257	-0.031	-0.755
Si	-25.763	-1.248	21.638	-0.185	-0.083	-0.722
Si	25.665	1	21.404	-0.009	0.232	-0.721
Si	-26.196	3.907	21.625	0.144	0.157	-0.789
Si	26.056	6.873	21.703	-0.175	-0.243	-0.777
Si	-25.784	-6.518	21.745	-0.112	-0.256	-0.722
Si	-23.5	-4.368	21.659	0.096	0.101	-0.743
Si	28.622	-1.269	21.57	-0.141	-0.239	-0.713
Si	30.922	0.905	21.904	0.326	0.331	-0.666
Si	28.812	4.176	21.636	-0.218	-0.149	-0.773
Si	30.887	6.534	21.733	0.306	0.066	-0.718
Si	28.272	9.043	21.522	-0.034	0.238	-0.753
Si	31.402	-4.057	21.748	-0.276	-0.119	-0.647
Si	-29.545	-4.053	-3.159	0.084	0.068	0.161
Si	25.597	6.476	-3	-0.016	0.007	0.071
Si	29.295	-7.114	26.26	-0.072	0.009	-0.121
Si	-25.274	-6.238	-3.483	-0.042	0.214	-0.04
Si	-27.507	-2.68	23.801	0.017	0.021	-0.052
Si	-29.204	-7.844	26.071	-0.052	-0.007	-0.032
Si	-28.547	0.66	-3.128	-0.027	0.183	0.127
Si	-30.91	-1.434	-2.813	-0.085	-0.084	-0.024
Si	-26.992	-4.21	-5.047	0.095	-0.018	0.118
Si	31.307	7.321	24.74	-0.024	0.031	-0.158
Si	27.409	-3.255	23.512	-0.058	0.136	-0.043
Si	30.574	-5.741	-6.742	0.035	-0.066	0.025
Si	-30.956	-6.88	-3.199	0.023	-0.037	0.095
Si	28.753	2.86	-5.094	0.063	-0.026	0.006
Si	-31.898	0.08	-6.931	0.061	-0.065	0.082
Si	-29.08	1.001	-5.96	0.006	-0.008	0.002
Si	32.426	-7.942	-5.424	0.109	0.019	-0.066
Si	29.466	-5.492	23.608	0.112	0.031	0.07
Si	27.4	-5.18	-2.059	-0.068	-0.039	-0.02
Si	-29.787	6.853	-3.026	0.044	-0.046	0.046
Si	27.023	2.682	23.613	-0.005	0.089	-0.075
Si	-31.775	-6.952	24.615	0.061	0.049	-0.087
Si	30.47	-3.165	-5.021	-0.048	-0.028	-0.019
Si	26.144	-1.335	-4.1	0.009	0.148	0.003
Si	30.892	5.794	-4.605	-0.072	0.04	0.01
Si	-23.361	-1.444	-4.334	0.077	0.095	0.089
Si	-25.723	-0.143	-2.986	0.157	0.023	0.14
Si	-25.798	-4.063	25.736	0.047	-0.042	-0.032
Si	25.732	-1.013	-6.923	-0.125	0.046	-0.022
Si	-22.327	-6.28	-4.469	-0.014	0	0.106
Si	23.924	2.342	-2.327	-0.062	0.014	0.245
Si	-30.102	2.395	24.027	0.132	0.107	-0.128
Si	31.366	0.28	24.874	0.017	0.168	-0.149
Si	23.706	-2.902	26.109	0.128	-0.036	-0.013
Si	25.691	5.553	-6.593	0.007	0.01	-0.084
Si	-32.586	5.65	-2.237	0.072	-0.036	0.092
Si	-31.877	-4.308	26.102	-0.056	0.027	0.041
Si	-20.407	1.506	-5.744	-0.116	-0.036	0.034
Si	31.874	-0.834	-4.458	-0.111	0.051	0.058
Si	28.894	0.259	-3.931	0.005	0.04	-0.065
Si	26.851	-4.282	-4.927	0.053	0.062	0.176
Si	-27.123	8.051	23.903	-0.094	-0.013	-0.17
Si	-32.079	2.122	26.034	0.029	-0.02	0.094
Si	29.651	2.518	-2.337	0.079	-0.022	0.037
Si	-28.319	5.85	-5.439	-0.135	0.02	-0.056
Si	29.547	-3.03	-2.044	0.096	0.072	0.003
Si	27.94	6.703	-5.033	-0.041	-0.133	0.091
Si	24.223	-5.398	-5.719	-0.158	0.042	0.01
Si	-28.942	-1.255	26.09	-0.023	-0.035	-0.028
Si	24.767	4.948	23.794	0.022	0.117	-0.107
Si	-31.484	-1.616	24.635	0.012	0.038	-0.077
Si	28.411	-2.63	-6.868	-0.149	0.074	-0.098
Si	-28.192	-1.989	-6.523	-0.014	-0.085	-0.087
Si	22.775	-6.329	-3.314	-0.043	-0.064	0.214
Si	-31.264	-1.338	5.262	-0.015	-0.009	0.007
Si	-28.542	1.405	5.292	-0.011	0	0.011
Si	-31.249	4.129	5.268	0.002	0.008	0.004
Si	-28.511	6.855	5.22	-0.005	-0.024	0.01
Si	-31.239	9.552	5.249	-0.002	-0.004	0.003
Si	-28.503	-4.045	5.212	0.014	0.013	-0.004
Si	-25.862	-1.301	5.301	0.005	0.006	0.015
Si	-23.13	1.464	5.371	-0.001	0.006	0.004
Si	-25.843	4.174	5.297	-0.025	0.012	-0.004
Si	25.83	6.762	5.305	0.006	-0.009	0.006
Si	-25.817	-6.743	5.21	-0.001	-0.001	0.001
Si	25.868	-4.135	5.345	0.01	-0.003	0.01
Si	-36.704	-1.364	5.351	-0.006	-0.01	0.013
Si	-33.987	1.39	5.285	-0.011	-0.005	0.001
Si	-36.725	4.073	5.315	-0.006	0.011	0.009
Si	-33.961	6.822	5.288	-0.009	-0.007	0.004
Si	-36.724	-6.803	5.297	0.001	0.013	0.009
Si	-33.983	-4.043	5.301	0.005	0	0.017
Si	-29.91	0.028	6.64	0.01	0.005	-0.008
Si	-27.19	2.779	6.658	-0.002	-0.007	0.003
Si	-29.873	5.489	6.617	0.006	-0.006	-0.004
Si	-27.168	-8.107	6.611	0.006	0.007	-0.001
Si	-29.875	-5.4	6.605	0.003	-0.003	-0.004
Si	-27.202	-2.689	6.653	0.002	-0.001	-0.001
Si	-24.492	0.051	6.691	-0.004	-0.013	-0.009
Si	27.219	2.699	6.687	0.003	-0.006	-0.008
Si	24.503	5.417	6.713	-0.001	0.002	-0.012
Si	27.204	8.137	6.653	-0.005	-0.002	-0.003
Si	24.491	-5.495	6.687	-0.003	0.004	-0.001
Si	27.215	-2.745	6.691	0.001	0.01	-0.004
Si	-35.316	0.004	6.67	0	-0.01	-0.003
Si	-32.615	2.755	6.636	0.005	0.001	-0.008
Si	-35.335	5.446	6.643	0.001	0.001	-0.004
Si	-32.591	8.184	6.635	0.007	0.002	-0.005
Si	-35.34	-5.44	6.645	-0.005	0.015	-0.012
Si	-32.606	-2.698	6.654	-0.001	0	0.004
Si	-31.264	1.385	8.009	-0.002	-0.016	0.004
Si	-28.553	4.123	8.024	-0.011	-0.001	0.005
Si	-31.242	6.821	8.004	-0.002	0.006	-0.001
Si	-28.536	-6.766	7.995	0.005	0.003	-0.006
Si	-31.245	-4.071	8.003	-0.006	0.007	-0.001
Si	-28.564	-1.336	8.023	-0.021	-0.01	-0.001
Si	-25.85	1.411	8.052	0.007	0.012	-0.008
Si	25.867	4.051	8.056	0.001	0.003	0.002
Si	-25.847	6.859	8.04	-0.009	-0.008	-0.001
Si	25.857	9.475	8.043	-0.01	-0.001	0.001
Si	-25.846	-4.045	8.037	0.001	0.012	0.001
Si	25.853	-1.389	8.045	-0.006	-0.017	0.004
Si	28.59	1.343	8.036	-0.009	-0.001	-0.001
Si	-33.978	4.09	8.015	-0.007	0	0
Si	28.583	6.79	8.014	0	-0.003	0.001
Si	-33.969	-6.798	8.005	-0.003	0.002	-0.003
Si	28.591	-4.1	8.033	0.002	-0.003	0
Si	-33.961	-1.355	8.031	0.015	0.012	0.01
Si	-32.607	0.012	9.386	-0.007	0.002	0
Si	-29.908	2.743	9.383	-0.002	0.008	-0.006
Si	-32.61	5.451	9.37	0.01	-0.005	-0.004
Si	-29.893	-8.135	9.374	0.002	0	-0.003
Si	-32.61	-5.438	9.37	0.009	-0.001	-0.003
Si	-29.912	-2.706	9.392	0.002	0.004	0.003
Si	-27.211	0.029	9.405	0.001	-0.003	-0.01
Si	24.513	2.682	9.417	0.004	-0.006	0.003
Si	-27.199	5.478	9.404	0	0	-0.004
Si	24.504	8.119	9.413	-0.002	0.002	-0.001
Si	-27.202	-5.416	9.401	0	0	0.002
Si	24.502	-2.758	9.404	-0.004	0.006	-0.001
Si	27.228	-0.027	9.392	0.003	-0.003	-0.003
Si	29.951	2.715	9.383	0.004	-0.011	-0.004
Si	27.238	5.417	9.391	-0.004	-0.008	-0.002
Si	29.953	8.149	9.37	-0.003	0.007	-0.003
Si	27.231	-5.475	9.385	0.003	0.007	-0.007
Si	29.956	-2.735	9.383	-0.003	-0.001	-0.004
Si	-31.271	-1.356	10.765	-0.001	0.003	0.007
Si	-28.568	1.383	10.774	-0.009	-0.005	-0.002
Si	-31.269	4.089	10.752	-0.007	-0.009	0.005
Si	-28.562	-9.495	10.773	-0.002	-0.001	0.003
Si	-31.264	-6.799	10.75	-0.001	-0.002	0.002
Si	-28.565	-4.064	10.772	-0.008	0	-0.001
Si	-25.874	-1.33	10.804	-0.003	-0.001	-0.002
Si	25.876	1.323	10.768	-0.001	0.001	0.001
Si	23.148	4.035	10.776	-0.005	-0.008	0.003
Si	25.871	6.757	10.759	0	0.002	-0.002
Si	23.144	-6.843	10.767	-0.007	0.006	0.001
Si	25.87	-4.121	10.747	-0.008	0.001	0.003
Si	28.59	-1.389	10.746	0	-0.005	0.004
Si	-33.976	1.354	10.747	0.004	-0.008	0.004
Si	28.591	4.056	10.756	-0.006	0.01	0.001
Si	-33.977	6.789	10.746	-0.004	-0.002	0.005
Si	28.591	9.488	10.747	-0.008	0.002	0.002
Si	-33.972	-4.096	10.749	-0.001	0.003	0.002
Si	-29.924	0.011	12.136	0.005	0.002	-0.004
Si	-27.221	2.74	12.163	0.007	0.002	-0.009
Si	-29.919	5.445	12.131	-0.001	-0.001	-0.008
Si	-27.22	-8.141	12.164	0.001	0.002	0.002
Si	-29.928	-5.431	12.132	0.009	0.006	-0.004
Si	-27.225	-2.706	12.162	-0.003	0	0
Si	-24.527	0.023	12.199	0.002	-0.008	-0.002
Si	27.238	2.685	12.122	0.003	-0.012	0.005
Si	24.516	5.394	12.125	0.007	0.005	0.004
Si	27.238	8.114	12.108	-0.005	0.001	-0.004
Si	24.518	-5.487	12.108	0.003	0.006	-0.004
Si	27.227	-2.757	12.101	0.002	-0.006	-0.006
Si	-35.328	-0.027	12.1	-0.004	0.01	-0.008
Si	-32.628	2.719	12.113	0	0	-0.004
Si	-35.333	5.416	12.116	-0.002	-0.013	0.001
Si	-32.62	8.145	12.115	0.004	0.009	0
Si	-35.33	-5.471	12.11	0.003	0.005	-0.004
Si	-32.633	-2.729	12.125	0	0.002	0
Si	-31.291	1.363	13.495	-0.007	-0.001	0.006
Si	-28.582	4.093	13.528	-0.003	-0.004	0.002
Si	-31.286	6.779	13.502	0.006	-0.014	0.004
Si	-28.585	-6.783	13.517	-0.011	0.006	0.001
Si	-31.298	-4.092	13.505	0	-0.002	0.007
Si	-28.589	-1.352	13.52	-0.004	0.003	0.004
Si	-25.887	1.383	13.562	-0.007	0.007	0.004
Si	25.877	4.035	13.487	-0.009	0	0.009
Si	-25.886	-9.502	13.559	0	0.001	0.006
Si	25.869	-6.86	13.461	0.004	-0.001	-0.003
Si	-25.88	-4.06	13.554	0.003	-0.003	-0.001
Si	-23.185	-1.331	13.598	-0.004	0.012	0.003
Si	-36.679	1.315	13.47	0.014	-0.017	0.001
Si	-33.991	4.051	13.489	-0.005	0.006	0.008
Si	-36.699	6.756	13.486	-0.013	0.013	-0.001
Si	-33.985	9.484	13.487	-0.001	-0.006	0.009
Si	-36.705	-4.121	13.46	-0.01	0.005	0.005
Si	-33.995	-1.38	13.492	-0.007	0.003	0.008
Si	-32.648	-0.003	14.858	0.007	0.002	-0.003
Si	-29.955	2.726	14.877	-0.001	0.003	-0.006
Si	-32.648	5.405	14.867	-0.002	-0.011	0.008
Si	-29.94	8.155	14.861	0.001	0.001	0.002
Si	-32.656	-5.469	14.87	0.001	0.005	-0.005
Si	-29.962	-2.714	14.872	0.008	0.007	-0.001
Si	-27.254	0.007	14.911	-0.006	-0.008	0.001
Si	-24.52	2.735	14.939	0.012	0.006	-0.004
Si	-27.244	5.45	14.924	0.005	0.001	0
Si	-24.531	-8.154	14.943	-0.001	-0.005	-0.001
Si	-27.243	-5.425	14.905	-0.003	0.002	0.001
Si	-24.539	-2.711	14.952	0.002	-0.007	0.005
Si	27.255	-0.053	14.831	0.006	0.01	-0.002
Si	-35.333	2.663	14.848	-0.009	-0.008	-0.002
Si	27.233	5.387	14.859	0.008	-0.003	0.006
Si	-35.332	8.1	14.85	0	-0.001	0
Si	27.232	-5.51	14.811	0.004	0.008	0.002
Si	-35.373	-2.754	14.833	-0.002	-0.013	0.003
Si	-15.131	-1.086	0.197	0.225	-0.03	0.756
Si	-12.31	1.696	0.238	0.07	-0.216	0.745
Si	-14.464	3.955	0.197	-0.293	0.027	0.708
Si	-11.9	6.411	0.273	-0.084	0.258	0.728
Si	-15.206	-6.57	0.128	0.32	-0.103	0.668
Si	-11.974	-4.331	0.183	-0.126	0.199	0.725
Si	-9.186	-1.642	0.317	-0.133	0.042	0.772
Si	-6.51	1.112	0.16	-0.169	0.135	0.749
Si	-9.565	4.338	0.312	0.082	-0.228	0.699
Si	-6.768	6.572	0.301	-0.135	0.371	0.622
Si	-9.794	-6.547	0.261	0.152	-0.115	0.776
Si	-23.088	-3.534	-0.134	0.186	-0.406	0.671
Si	-20.649	-0.919	0.152	0.283	-0.134	0.754
Si	-17.296	1.16	0.048	-0.168	0.243	0.752
Si	-20.343	4.092	0.308	0.377	-0.137	0.583
Si	-17.716	-9.112	0.352	0.055	-0.198	0.726
Si	-19.811	-6.738	0.126	-0.448	0.065	0.568
Si	-17.246	-4.098	0.041	-0.315	0.148	0.589
Si	-13.509	0.068	1.436	-0.012	0.009	-0.057
Si	-10.76	2.768	1.586	-0.012	0.028	-0.052
Si	-13.429	5.392	1.701	0.012	0.005	-0.057
Si	-10.914	8.156	1.512	-0.001	0.004	-0.055
Si	-13.568	-5.472	1.441	-0.017	-0.003	-0.043
Si	-10.851	-2.751	1.525	0.004	-0.011	-0.054
Si	-8.048	-0.026	1.541	0.014	0.002	-0.064
Si	-21.656	2.712	1.583	-0.01	-0.01	-0.01
Si	-8.182	5.475	1.754	0.015	0.005	-0.042
Si	-21.573	-8.05	1.102	-0.005	0	-0.064
Si	-8.257	-5.42	1.64	-0.008	0.003	-0.069
Si	-21.718	-2.517	1.471	-0.012	0.001	-0.068
Si	-18.927	0.083	1.367	0.037	-0.014	-0.029
Si	-16.186	2.8	1.336	0.005	-0.007	-0.072
Si	-18.861	5.49	1.464	0.023	-0.017	-0.075
Si	-16.186	-8.033	1.657	0.027	0.019	-0.06
Si	-18.832	-5.175	1.48	0.05	0.025	-0.049
Si	-16.243	-2.613	1.532	0.001	0.008	-0.066
Si	-14.899	1.419	2.795	0.008	0.017	0.034
Si	-12.107	4.053	3.04	0.005	-0.015	0.026
Si	-14.848	-9.493	2.908	-0.007	-0.005	-0.002
Si	-12.278	-6.821	2.876	0.006	0.003	0.028
Si	-14.873	-4.035	2.815	0.006	-0.014	0.01
Si	-12.204	-1.327	2.813	-0.008	-0.011	0.005
Si	-9.448	1.331	2.874	0.016	0	0.006
Si	-6.846	4.023	2.999	0.014	0.013	0.027
Si	-9.552	6.887	2.975	-0.014	0.009	0.015
Si	-6.813	-6.787	2.869	-0.004	-0.02	0.008
Si	-9.57	-4.062	2.994	0.005	0.014	0.031
Si	-23.122	-1.205	2.77	-0.011	0.009	0.037
Si	-20.272	1.359	2.839	0.015	-0.029	0.034
Si	-17.528	4.118	2.781	0.008	-0.049	0.009
Si	-20.336	6.899	2.667	-0.037	0.041	0.012
Si	-17.598	-6.632	2.902	-0.044	-0.02	0.022
Si	-20.351	-3.938	2.747	0.014	0.002	0.023
Si	-17.691	-1.313	2.816	-0.009	0.025	0.023
Si	-16.298	0.063	4.144	0.003	0.001	-0.032
Si	-13.57	2.708	4.263	0.012	-0.003	-0.012
Si	-16.248	5.466	4.203	0.004	-0.001	0.007
Si	-13.57	-8.134	4.299	0.011	0	0.025
Si	-16.235	-5.328	4.243	0.01	-0.005	0.011
Si	-13.56	-2.67	4.194	0.002	-0.022	-0.004
Si	-10.852	0.002	4.21	-0.006	0.007	-0.002
Si	-8.185	2.68	4.324	-0.009	0.005	0.003
Si	-10.835	5.489	4.352	-0.019	-0.008	0
Si	-8.15	8.209	4.284	-0.006	-0.002	-0.009
Si	-10.931	-5.451	4.271	-0.002	-0.009	-0.007
Si	-8.138	-2.696	4.263	0.007	0.013	-0.029
Si	-21.71	0.055	4.149	-0.004	-0.027	0.013
Si	-18.944	2.784	4.134	0.007	0.013	-0.004
Si	-21.748	5.541	3.996	0.027	-0.001	0.006
Si	-19.019	8.241	4.106	0.018	-0.009	-0.004
Si	-21.744	-5.402	3.953	-0.015	-0.01	-0.006
Si	-19.038	-2.642	4.185	0.002	0.011	0.014
Si	-15.029	-1.322	16.399	-0.004	-0.004	-0.009
Si	-12.327	1.397	16.36	0.012	0.008	-0.014
Si	-15.038	4.13	16.41	0.016	0.006	0
Si	-12.275	6.878	16.462	-0.004	0.005	0.002
Si	-15.012	-6.767	16.442	0.002	0.014	0.001
Si	-12.274	-4.042	16.46	-0.008	0.002	-0.009
Si	-9.553	-1.329	16.407	-0.003	0.015	-0.001
Si	-23.199	1.382	16.359	-0.004	0.004	0.003
Si	-9.53	4.175	16.433	0.013	0.006	0.006
Si	-23.183	-9.517	16.33	0.009	-0.001	0
Si	-9.546	9.591	16.504	0.011	0.016	0
Si	-23.191	-4.06	16.353	-0.007	0	0
Si	-20.48	-1.339	16.374	0.011	-0.002	-0.01
Si	-17.777	1.385	16.408	-0.014	-0.014	-0.008
Si	-20.477	4.091	16.38	0.003	0.003	-0.007
Si	-17.763	6.828	16.413	-0.012	0	-0.002
Si	-20.485	-6.777	16.383	-0.002	0.005	-0.009
Si	-17.777	-4.079	16.378	0.003	0.002	-0.007
Si	-13.651	0.035	17.757	0.012	0	0
Si	-10.966	2.786	17.655	-0.015	0.005	-0.002
Si	-13.698	5.529	17.762	0.001	-0.01	0.002
Si	-10.902	8.222	17.87	-0.011	-0.008	0
Si	-13.613	-5.435	17.813	0.009	0.002	0.015
Si	-10.922	-2.641	17.804	0.004	-0.009	-0.008
Si	-8.176	0.016	17.746	-0.013	0.004	0.017
Si	-21.843	2.737	17.751	0.027	-0.011	-0.001
Si	-8.187	5.555	17.84	-0.032	0.004	-0.011
Si	-21.841	-8.17	17.717	0.004	-0.001	0.014
Si	-8.185	-5.345	17.868	-0.006	-0.012	0.011
Si	-21.817	-2.719	17.738	0.002	0.01	-0.006
Si	-19.17	0.039	17.772	0.018	0.018	0.007
Si	-16.388	2.735	17.754	-0.01	0.013	-0.004
Si	-19.107	5.427	17.76	0.005	0.009	0.004
Si	-16.419	-8.112	17.781	0.007	-0.012	-0.007
Si	-19.131	-5.43	17.774	0.002	-0.004	-0.007
Si	-16.42	-2.702	17.7	0	0.003	-0.006
Si	-15.016	1.378	19.105	-0.006	0.008	-0.011
Si	-12.29	4.153	19.025	0.018	-0.001	-0.039
Si	-15.072	6.871	19.156	0.017	-0.004	-0.003
Si	-12.247	9.565	19.267	-0.02	0.014	0.01
Si	-15.031	-4.033	19.043	-0.008	-0.002	-0.038
Si	-12.294	-1.285	19.164	0.01	0.008	-0.011
Si	-9.642	1.389	18.96	-0.017	-0.029	-0.032
Si	-23.208	4.09	19.112	0.004	0.004	-0.001
Si	-9.526	6.904	19.277	0.019	0.007	-0.006
Si	-23.225	-6.821	19.066	-0.004	-0.016	-0.046
Si	-9.548	-3.922	19.212	0.016	-0.001	-0.011
Si	-6.801	-1.317	19.144	-0.016	-0.017	-0.006
Si	-20.533	1.393	19.185	-0.003	-0.012	0.002
Si	-17.743	4.061	19.138	-0.001	-0.002	-0.009
Si	-20.478	-9.53	19.099	-0.012	-0.001	-0.029
Si	-17.778	-6.772	19.168	-0.002	0	0.002
Si	-20.493	-4.092	19.151	-0.013	0.011	-0.003
Si	-17.798	-1.37	19.061	-0.01	-0.017	-0.032
Si	-16.375	-0.049	20.388	-0.001	-0.013	0.068
Si	-13.629	2.789	20.374	0.012	0.006	0.066
Si	-16.398	5.445	20.501	0.021	0.004	0.038
Si	-13.714	8.19	20.579	0.011	0.015	0.015
Si	-16.386	-5.351	20.436	0.005	0.008	0.069
Si	-13.714	-2.665	20.432	-0.017	0.001	0.077
Si	-10.937	0.129	20.483	0.021	0.01	0.078
Si	-8.305	2.759	20.256	-0.036	0.013	0.029
Si	-10.969	5.462	20.48	-0.022	-0.007	0.05
Si	-8.133	8.288	20.671	0.012	0.005	0.06
Si	-10.873	-5.284	20.597	-0.033	-0.019	0.026
Si	-8.192	-2.555	20.623	-0.016	0.017	0.029
Si	-21.944	0.039	20.564	-0.029	0.009	0.04
Si	-19.09	2.715	20.544	0.003	-0.023	0.04
Si	-21.855	5.454	20.496	0.019	0.027	0.065
Si	-19.118	-8.191	20.512	-0.018	-0.006	0.07
Si	-21.854	-5.513	20.462	0.011	-0.015	0.065
Si	-19.152	-2.698	20.498	0.036	0	0.047
Si	-15.272	-1.568	21.803	0.126	0.115	-0.736
Si	-12.107	1.72	21.776	-0.054	-0.197	-0.73
Si	-14.787	4.267	21.738	-0.157	-0.043	-0.694
Si	-12.607	6.516	21.802	0.113	0.11	-0.734
Si	-14.83	9.88	21.808	-0.195	-0.292	-0.734
Si	-12.601	-4.182	21.794	0.326	0.168	-0.671
Si	-9.316	-0.85	21.875	-0.119	-0.276	-0.711
Si	-23.691	1.122	21.798	0.346	0.108	-0.739
Si	-9.814	3.822	21.701	0.038	0.146	-0.718
Si	-22.961	7.038	21.862	-0.202	-0.11	-0.773
Si	-9.194	10.028	21.92	-0.102	-0.166	-0.776
Si	-6.943	-4.07	21.927	0.191	0.155	-0.713
Si	-20.32	-1.126	21.812	-0.304	-0.256	-0.655
Si	-17.943	0.998	21.721	0.147	0.363	-0.717
Si	-20.26	4.323	21.804	-0.157	-0.249	-0.733
Si	-17.992	6.526	21.843	0.239	0.231	-0.732
Si	-20.712	-7.085	21.829	0.091	0.119	-0.764
Si	-17.5	-3.778	21.778	-0.132	-0.102	-0.785
Si	-14.749	-3.427	-4.455	-0.095	0.032	0.082
Si	-20.766	6.828	-2.493	-0.012	-0.198	0.059
Si	-16.77	5.725	-5.008	0.019	-0.063	0.089
Si	-17.834	1.487	24.637	0.046	-0.065	0.015
Si	-10.824	-1.263	24.701	0.032	0.076	-0.123
Si	-10.52	0.993	-6.427	-0.044	0.014	0.022
Si	-19.724	-3.202	-4.7	0.012	-0.054	0.044
Si	-11.022	-0.219	-1.74	-0.041	0.037	0.159
Si	-6.053	-3.707	-6.281	-0.049	0.08	0.045
Si	-12.38	3.772	-4.138	-0.052	-0.015	0.053
Si	-18.859	-5.635	23.982	0.087	-0.012	-0.168
Si	-23.055	-3.875	24.608	0.042	-0.194	-0.052
Si	-13.225	-5.954	-4.499	0.011	0.066	0.021
Si	-13.701	5.78	-2.03	0.046	-0.028	0.162
Si	-20.497	3.135	24.644	0.069	0.135	-0.097
Si	-12.292	8.15	-6.04	0.171	-0.064	-0.086
Si	-18.085	7.461	-7.024	-0.097	0.042	-0.003
Si	-22.564	5.466	-7.021	0.077	-0.254	-0.1
Si	-26.392	8.106	-5.543	0.066	0.054	-0.078
Si	-14.778	-7.852	-2.798	-0.056	0.118	0.114
Si	-24.948	5.751	23.886	0.026	0.055	-0.199
Si	-8.601	-5.355	-5.961	-0.114	-0.116	-0.104
Si	-18.541	-0.76	-6.064	-0.111	0.089	-0.009
Si	-16.121	-6.894	24.719	-0.019	0.068	-0.066
Si	-18.875	-0.988	26.286	0.052	0.038	-0.007
Si	-16.253	1.075	-5.959	0.071	0.086	-0.01
Si	-11.174	-0.881	-4.449	0.004	-0.02	-0.001
Si	-8.054	5.688	-6.031	0.049	-0.05	0.052
Si	-22.837	2.906	-5.115	-0.087	0.091	0.065
Si	-11.101	-3.818	-4.955	-0.102	-0.071	-0.01
Si	-24.311	2.646	-2.417	0.027	0.014	0.111
Si	-13.619	0.045	24.005	0.054	0.052	-0.068
Si	-13.169	1.103	-5.15	0.048	-0.002	0.094
Si	-22.972	1.347	24.719	-0.033	-0.049	-0.223
Si	-20.841	7.379	-5.357	0.133	-0.086	-0.018
Si	-17.84	5.831	-2.09	-0.154	0.01	0.017
Si	-11.992	-3.813	24.784	0.031	-0.016	-0.122
Si	-9.319	3.166	-4.543	-0.063	0.023	0.017
Si	-13.319	-2.44	-1.867	-0.035	-0.04	0.15
Si	-21.474	-2.246	-2.294	-0.078	-0.098	0.24
Si	-22.39	-3.849	-5.961	-0.02	0.194	-0.014
Si	-10.453	-6.485	24.801	0.107	0.095	-0.148
Si	-15.689	3.685	24.59	-0.045	-0.014	-0.162
Si	-18.588	3.039	-1.939	-0.024	-0.05	0.071
Si	-9.434	8.128	-4.821	0.042	0.095	0.155
Si	-17.311	-3.902	-2.996	0.016	0.23	0.158
Si	-18.193	3.077	-4.986	-0.008	-0.006	0.127
Si	-21.43	-1.33	24.753	0.036	0.015	-0.084
Si	-13.901	5.528	-5.984	-0.018	-0.031	-0.08
Si	-22.857	0.594	-6.68	-0.079	0.031	0.002
Si	-14.447	1.863	26.326	0.006	-0.076	0.051
Si	-17.227	-6.521	-4.004	-0.044	-0.046	0.017
Si	-16.793	6.64	24.749	-0.114	-0.062	-0.236
Si	-20.071	-6.51	-2.731	0.177	0.084	-0.02
Si	-14.957	-1.313	5.523	-0.001	0.012	-0.008
Si	-12.218	1.345	5.597	-0.001	0.001	-0.002
Si	-14.925	4.106	5.588	0.008	0.006	-0.006
Si	-12.228	-9.488	5.663	0.007	0.009	0.016
Si	-14.944	9.575	5.598	-0.002	0.009	0.018
Si	-12.256	-4.044	5.598	-0.004	-0.011	0.005
Si	-9.505	-1.335	5.602	-0.002	-0.013	-0.006
Si	-6.774	1.337	5.618	0.014	-0.012	0.002
Si	-9.504	4.086	5.667	-0.003	0.001	0.009
Si	-23.121	6.899	5.321	-0.008	0.006	0.006
Si	-9.53	-6.767	5.627	-0.002	0.011	0.005
Si	-23.123	-4.041	5.321	0.009	0.007	0.002
Si	-20.404	-1.31	5.53	-0.014	0.009	0.024
Si	-17.644	1.413	5.528	-0.006	-0.008	-0.005
Si	-20.392	4.163	5.392	-0.015	0.023	0.003
Si	-17.672	6.854	5.479	-0.003	0.019	0
Si	-20.417	-6.727	5.414	-0.006	0.001	0.006
Si	-17.664	-3.996	5.538	-0.008	-0.002	0.008
Si	-13.606	0.009	6.933	0.011	0	-0.004
Si	-10.898	2.73	6.976	-0.007	0.012	-0.002
Si	-13.605	5.467	6.975	0.005	-0.008	0.009
Si	-10.871	-8.125	6.996	-0.005	-0.015	-0.001
Si	-13.607	-5.39	6.966	-0.001	-0.001	0
Si	-10.879	-2.695	6.948	0.004	0.004	-0.004
Si	-8.158	0.013	6.977	-0.006	0.002	-0.004
Si	-21.767	2.801	6.754	0.005	0.003	-0.001
Si	-24.478	5.513	6.682	0.015	0.009	0.002
Si	-21.781	-8.099	6.753	-0.01	-0.003	-0.003
Si	-24.491	-5.41	6.665	0	-0.004	-0.008
Si	-21.795	-2.714	6.782	0.02	-0.002	0.005
Si	-19.038	0.061	6.865	-0.002	-0.013	0.006
Si	-16.312	2.756	6.917	0.005	0.005	-0.004
Si	-19.054	5.493	6.813	0.005	-0.009	-0.006
Si	-16.339	8.198	6.891	0.004	0.002	0.005
Si	-19.06	-5.392	6.822	0.011	-0.005	0.003
Si	-16.323	-2.647	6.906	-0.007	-0.007	-0.003
Si	-14.967	1.388	8.28	0	0.004	0
Si	-12.255	4.1	8.327	-0.003	0	0.003
Si	-14.992	6.844	8.279	-0.002	-0.007	-0.006
Si	-12.251	-6.756	8.32	0.018	0.017	-0.004
Si	-14.991	-4.026	8.283	0.004	-0.005	-0.001
Si	-12.253	-1.341	8.301	-0.015	-0.007	-0.006
Si	-9.525	1.382	8.325	0.003	0.002	-0.01
Si	-23.142	4.154	8.095	0.007	0.016	0
Si	-9.526	-9.501	8.341	-0.007	0	-0.002
Si	-23.153	-6.747	8.096	0.006	0.001	0.002
Si	-9.529	-4.047	8.319	0.001	0.003	0.004
Si	-23.158	-1.317	8.097	0.001	-0.003	0
Si	-20.438	1.431	8.162	0.005	0.005	-0.002
Si	-17.712	4.132	8.214	0.001	-0.001	-0.003
Si	-20.432	6.858	8.148	-0.007	0.005	0.004
Si	-17.718	-6.754	8.217	-0.013	-0.008	-0.004
Si	-20.431	-4.043	8.176	-0.02	-0.002	-0.004
Si	-17.701	-1.301	8.249	0.007	0.017	-0.002
Si	-16.349	0.042	9.627	-0.003	-0.009	0
Si	-13.629	2.744	9.663	0	0.002	0.003
Si	-16.365	5.476	9.608	0.001	0.009	0.002
Si	-13.633	-8.12	9.647	-0.001	-0.005	-0.003
Si	-16.366	-5.403	9.606	-0.005	0.007	0.002
Si	-13.628	-2.686	9.654	0.008	-0.006	-0.001
Si	-10.905	0.027	9.667	-0.003	-0.004	-0.001
Si	-24.498	2.762	9.443	0.009	-0.009	-0.007
Si	-10.901	5.468	9.682	0.003	-0.001	0.004
Si	-24.504	-8.124	9.45	-0.002	0	0
Si	-10.895	-5.401	9.674	0.001	-0.008	0.002
Si	-24.514	-2.691	9.448	0.008	-0.008	-0.001
Si	-21.801	0.035	9.489	0.004	-0.01	-0.002
Si	-19.084	2.767	9.555	-0.009	-0.003	-0.004
Si	-21.795	5.488	9.5	-0.002	-0.007	0.004
Si	-19.085	-8.123	9.554	0.005	0.001	0.004
Si	-21.801	-5.413	9.508	0.012	-0.001	0.005
Si	-19.082	-2.686	9.563	0.007	-0.007	-0.001
Si	-15	-1.323	10.995	0.002	0.007	-0.003
Si	-12.269	1.39	11.025	-0.002	0.007	-0.001
Si	-15.009	4.121	10.985	-0.004	-0.008	0
Si	-12.276	-9.478	11.015	0.001	-0.007	0.001
Si	-15.006	-6.757	10.986	0.003	0.002	-0.002
Si	-12.274	-4.047	11.015	-0.001	0.003	-0.002
Si	-9.547	-1.329	11.026	0.002	-0.001	0
Si	-23.165	1.396	10.843	0.002	0.009	0
Si	-25.863	4.115	10.803	-0.002	0.007	-0.002
Si	-23.163	-9.477	10.852	0.001	0.011	0.003
Si	-25.865	-6.768	10.806	0.002	0.001	0
Si	-23.166	-4.042	10.848	0.004	0.011	0
Si	-20.457	-1.317	10.893	0.005	0.007	0
Si	-17.741	1.407	10.944	0.003	0.014	-0.003
Si	-20.452	4.128	10.895	0.007	0.004	-0.002
Si	-17.734	6.842	10.944	-0.003	-0.011	0.002
Si	-20.452	-6.764	10.902	-0.011	-0.005	0.005
Si	-17.735	-4.043	10.952	-0.001	-0.003	0
Si	-13.649	0.032	12.367	-0.001	-0.01	0.005
Si	-10.91	2.763	12.378	0.006	0	-0.002
Si	-13.648	5.481	12.355	-0.004	0.001	-0.002
Si	-10.916	-8.113	12.376	0	0.001	0
Si	-13.645	-5.406	12.361	0.008	0.001	-0.002
Si	-10.915	-2.692	12.372	-0.011	-0.004	0.001
Si	-8.185	0.039	12.373	-0.007	0.001	0
Si	-21.808	2.741	12.234	0.006	-0.001	-0.002
Si	-24.519	5.462	12.202	0.005	-0.01	-0.005
Si	-21.813	-8.133	12.249	0.008	-0.008	0.004
Si	-24.518	-5.419	12.201	-0.002	-0.002	0
Si	-21.821	-2.689	12.241	0.003	-0.011	-0.002
Si	-19.104	0.028	12.285	0.002	-0.005	0
Si	-16.392	2.763	12.319	-0.003	-0.006	-0.003
Si	-19.103	5.475	12.287	0.001	-0.002	0.003
Si	-16.373	8.191	12.325	-0.005	-0.003	-0.001
Si	-19.099	-5.414	12.295	0.004	0.001	0
Si	-16.373	-2.693	12.331	0.006	0.004	-0.004
Si	-15.042	1.404	13.685	-0.008	0.018	-0.001
Si	-12.281	4.135	13.723	0.003	-0.003	0.004
Si	-15.013	6.842	13.708	0.01	-0.012	0.005
Si	-12.28	-6.752	13.734	-0.009	0.006	0.003
Si	-15.016	-4.048	13.709	-0.001	0.004	0.001
Si	-12.285	-1.335	13.719	0.006	0.002	0.007
Si	-9.542	1.412	13.732	-0.004	-0.002	0.001
Si	-23.166	4.103	13.584	0.002	-0.004	0
Si	-9.548	6.864	13.74	0.001	0.001	0.005
Si	-23.175	-6.772	13.599	0.004	0.005	-0.002
Si	-9.552	-4.057	13.723	0.013	-0.006	-0.005
Si	-6.826	-1.327	13.717	-0.005	0.009	-0.001
Si	-20.473	1.385	13.637	0.007	0.005	0.004
Si	-17.756	4.12	13.672	-0.006	0.008	0
Si	-20.465	6.832	13.64	-0.004	0.003	0.003
Si	-17.742	9.544	13.677	0.003	0.003	0.007
Si	-20.475	-4.047	13.631	0.002	0.007	0.005
Si	-17.748	-1.329	13.667	0.007	-0.007	0.001
Si	-16.401	0.035	15.044	0.004	0.008	0.001
Si	-13.685	2.772	15.034	-0.01	-0.01	-0.005
Si	-16.399	5.48	15.043	0	-0.002	0.003
Si	-13.648	-8.116	15.078	0.003	-0.005	-0.001
Si	-16.379	-5.425	15.052	0.002	-0.008	0.002
Si	-13.649	-2.697	15.079	0.007	-0.002	0.004
Si	-10.918	0.036	15.056	-0.002	-0.003	0
Si	-8.176	2.783	15.087	0.004	0.007	0.003
Si	-10.921	5.511	15.088	-0.001	0.001	0
Si	-8.194	8.232	15.111	-0.003	0.002	0.003
Si	-10.908	-5.398	15.105	0	-0.001	0.003
Si	-8.19	-2.697	15.066	-0.01	-0.003	0.001
Si	-21.84	0.017	14.995	0.004	-0.006	0.005
Si	-19.117	2.74	15.017	0.005	0.004	0.002
Si	-21.819	5.447	14.982	0.006	-0.008	-0.007
Si	-19.116	8.184	15.03	0.003	-0.012	-0.001
Si	-21.829	-5.417	14.992	0.001	-0.002	0.007
Si	-19.118	-2.698	15.012	-0.002	-0.001	-0.001
O	8.266	-0.098	22.1	0.064	0.15	0.28
O	5.004	1.661	25.057	0.014	0.179	0.398
O	0.501	2.594	25.254	-0.295	-0.051	0.546
O	5.459	2.762	22.073	-0.034	-0.058	0.483
O	2.864	5.592	22.113	0.104	0.095	0.131
O	-5.4	-8.083	22.438	0.118	-0.135	0.719
O	0.755	6.035	-2.873	-0.079	-0.038	-0.508
O	-9.522	1.982	-5.622	0.443	-0.107	-0.153
O	-4.125	-3.501	24.836	0.481	-0.053	-0.248
O	-2.632	-0.015	22.148	-0.141	-0.005	0.426
O	10.778	5.574	0.096	0.086	-0.185	0.007
O	-7.054	6.284	23.211	0.247	-0.391	0.336
O	3.832	-2.93	26.094	0.045	0.188	-0.111
O	-2.696	-4.578	-6.968	-0.278	-0.133	0.346
O	-0.077	-5.411	-0.212	-0.009	0.182	-0.169
O	4.189	0.585	22.819	0.291	-0.729	0.215
O	-3.678	-6.214	23.317	-0.42	-0.134	0.397
O	6.524	-0.398	25.248	-0.027	-0.148	0.34
O	7.559	1.853	24.079	-0.178	-0.072	-0.48
O	1.648	-0.696	22.835	0.641	0.41	0.063
O	10.623	5.931	-3.128	0.022	0.335	-0.496
O	1.44	-7.21	-1.25	0.063	-0.491	-0.156
O	-8.724	3.842	-0.987	-0.247	0.034	-0.351
O	1.849	4.384	-1.409	0.029	-0.038	-0.242
O	-11.11	-7.887	25.244	-0.492	0.19	0.663
O	5.741	7.503	-4.834	-0.384	0.28	0.375
O	-4.077	6.17	-4.839	0.188	0.101	0.038
O	-0.029	-0.176	-0.34	-0.018	-0.016	-0.434
O	-4.392	6.018	-2.333	-0.023	0.248	0.428
O	-0.577	-4.498	-5.392	-0.013	0.14	0.344
O	3.098	6.674	-1.315	0.111	0.651	-0.155
O	-0.202	-7.81	25.166	0.097	0.225	0.085
O	1.796	-2.114	-0.959	-0.109	-0.55	0.123
O	-3.453	-1.577	-1.192	-0.11	0.276	-0.37
O	-1.784	-3.611	-1.049	0.181	0.119	-0.029
O	-0.991	6.095	-0.932	0.532	0.047	0.069
O	7.939	6.385	-3.499	-0.14	0.079	-0.204
O	8.574	-1.863	24.773	0.14	-0.067	0.011
O	8.366	-5.407	22.112	0.086	-0.165	0.238
O	6.8	-7.289	22.917	0.05	-0.518	0.17
O	-0.011	-2.614	22.105	-0.321	-0.088	0.292
O	-2.822	3.429	-5.903	0.117	0.546	-0.402
O	0.416	1.515	-2.86	0.249	0.09	0.177
O	0.241	-0.041	24.943	-0.346	-0.209	0.559
O	3.88	-1.252	-2.416	0.298	-0.322	-0.156
O	-1.309	-6.995	-4.853	0.199	-0.277	0.05
O	5.951	-0.085	-3.536	-0.32	0.567	-0.016
O	3.261	-7.547	25.082	-0.377	-0.005	-0.117
O	-3.534	-7.631	-6.133	-0.556	0.39	-0.15
O	4.035	1.421	-6.222	0.32	0.455	0.017
O	5.8	-7.967	25.145	0.198	-0.1	0.722
O	2.502	4.307	25.656	-0.242	0.033	0.142
O	6.565	-1.888	23.071	-0.464	-0.361	0.074
O	8.051	2.694	-3.609	-0.608	0.33	-0.382
O	2.761	2.359	23.96	0.176	0.197	-0.445
O	8.119	0.487	-4.955	0.15	-0.191	-0.164
O	4.401	7.532	23.005	0.027	0.224	0.088
O	-0.396	2.309	-6.426	0.234	-0.334	0.145
O	2.809	2.426	-0.284	0.112	-0.406	-0.22
O	5.22	5.276	-0.49	-0.12	0.032	-0.167
O	-0.783	7.063	23.085	0.001	-0.367	0.663
O	-2.63	5.437	22.227	-0.04	0.038	0.332
O	-8.141	-2.771	-0.258	-0.154	0.162	-0.784
O	2.756	-5.504	22.207	0.347	-0.129	0.043
O	-6.563	0.605	25.89	-0.282	-0.307	-0.255
O	7.593	-7.116	-1.012	-0.238	-0.694	-0.243
O	4.098	5.097	-6.085	-0.123	0.081	-0.002
O	-4.26	3.614	23.089	0.412	-0.019	0.652
O	8.379	-2.996	-6.911	0.301	0.365	-0.073
O	5.871	5.004	-4.257	0.309	-0.586	-0.002
O	-2.756	8.091	-0.35	-0.09	0.093	-0.604
O	-6.601	-4.82	-0.93	0.212	-0.194	-0.188
O	-0.834	1.621	23.163	0.297	0.321	0.052
O	-4.144	-2.124	22.629	0.301	-0.297	0.128
O	1.104	-6.51	-5.741	0.378	0.43	-0.583
O	10.214	-3.794	23.071	-0.253	-0.048	0.303
O	6.247	-1.209	-1.236	0.035	-0.012	-0.25
O	5.073	-4.383	-3.496	0.139	0.339	-0.073
O	-1.814	1.514	25.614	0.049	0.362	-0.031
O	1.111	4.184	23.289	-0.671	0.045	0.425
O	-6.023	3.367	24.962	0.143	-0.132	0.227
O	-3.344	-8.064	-3.522	0.173	0.342	0.405
O	2.107	0.941	-4.655	-0.13	-0.177	0.069
O	-11.017	-2.448	-4.091	0.36	0.107	0.499
O	10.609	-0.138	25.117	0.269	-0.031	-0.505
O	-1.539	-2.007	-3.069	0.858	0.143	0.2
O	1.213	-7.503	22.933	0.202	0.094	0.29
O	8.966	1.858	-1.264	-0.202	-0.095	-0.384
O	3.841	-3.974	-1.216	0.079	0.189	-0.018
O	-5.282	4.135	-5.991	-0.493	-0.278	-0.335
O	2.897	-0.049	25.033	0.301	-0.165	0.579
O	2.258	-4.941	25.156	-0.638	-0.233	-0.061
O	-6.872	-7.158	-2.221	-0.042	0.097	-0.429
O	5.526	-5.596	-0.258	0.131	0.206	-0.594
O	-9.476	6.788	23.963	0.283	0.54	-0.18
O	-22.963	-5.475	25.058	0.096	-0.269	-0.27
O	3.04	-5.922	-2.883	0.185	-0.44	-0.106
O	7.677	6.324	-6.026	0.359	0.096	0.061
O	3.97	3.069	-4.288	0.263	0.005	0.72
O	-1.757	2.082	-4.072	-0.156	0.104	-0.019
O	-11.773	-3.391	-6.359	0.288	0.076	-0.366
O	-9.879	-6.73	23.321	0.014	-0.096	0.017
O	-18.144	-4.503	23.079	0.108	0.161	0.294
O	-3.665	-3.539	-2.856	-0.361	0.13	-0.088
O	-25.121	1.354	-2.933	0.063	0.09	-0.409
O	-4.146	3.769	-3.603	0.557	-0.144	0.108
O	-5.392	0.016	-0.334	-0.102	0.064	-0.483
O	-4.075	3.748	-1.045	0.667	-0.463	-0.022
O	7.111	-5.565	24.897	0.594	0.381	-0.43
O	-6.693	-2.305	-6.791	-0.8	0.144	0.14
O	-7.144	-4.737	-5.728	0.318	-0.31	0.142
O	30.057	8.012	25.494	-0.352	-0.167	0.143
O	6.847	4.815	22.98	-0.427	0.2	0.326
O	4.295	6.215	25.219	0.261	-0.361	0.051
O	-11.045	-8.081	-4.989	-0.228	-0.032	0.074
O	-6.53	2.32	22.66	-0.205	0.444	0.046
O	24.533	-0.04	21.957	0.141	0.028	0.337
O	14.472	3.061	24.029	0.104	0.13	0.012
O	16.537	2.152	25.247	-0.242	0.112	0.359
O	21.83	2.69	22.018	-0.116	0.263	0.227
O	18.987	5.319	22.242	0.121	-0.142	0.526
O	10.941	8.12	22.195	-0.054	-0.349	0.349
O	19.6	5.818	-3.884	-0.395	-0.299	0.062
O	7.844	5.958	25.169	-0.553	-0.16	0.236
O	10.887	-2.662	25.403	0.344	-0.328	0.628
O	13.736	-0.119	22.188	0.149	-0.091	0.443
O	27.267	5.415	-0.466	0.072	0.015	-0.311
O	8.963	6.469	22.878	-0.064	0.141	0.171
O	11.871	-7.933	-4.042	-0.493	-0.098	-0.362
O	19.923	6.677	-6.428	-0.441	0.009	0.377
O	11.431	-5.389	-3.809	0.2	0.502	0.249
O	14.023	-3.863	-0.935	-0.864	0.334	0.156
O	20.418	0.681	22.785	-0.389	-0.17	0.237
O	12.792	-6.575	23.091	0.119	-0.076	0.539
O	18.536	-4.783	24.343	0.095	0.298	-0.447
O	25.439	-0.588	-5.379	-0.688	0.288	0.044
O	18.308	-1.404	23.029	0.457	0.268	0.034
O	25.621	7.093	-1.506	-0.186	0.732	-0.045
O	24.909	1.485	-1.347	-0.153	-0.032	-0.297
O	6.777	3.327	-1.296	-0.638	-0.025	-0.344
O	17.105	4.296	-1.125	-0.104	-0.225	-0.153
O	9.129	4.051	23.805	0.613	0.122	-0.237
O	22.414	-7.62	-4.233	-0.373	0.147	-0.635
O	8.981	4.442	-1.926	0.004	-0.14	0.01
O	16.187	-0.092	-0.409	-0.138	0.151	-0.291
O	13.153	6.536	-2.852	0.413	0.269	0.199
O	20.589	-0.076	-3.527	-0.353	-0.086	0.007
O	19.47	6.566	-1.227	-0.705	-0.106	0.046
O	-7.088	1.811	-1.191	-0.402	-0.17	-0.51
O	16.114	-5.426	-4.775	-0.048	0.193	-0.364
O	12.751	-1.282	-1.385	0.201	-0.369	-0.122
O	9.623	-3.868	-4.856	-0.051	-0.055	0.69
O	-20.363	-1.637	-1.284	0.767	-0.212	-0.472
O	29.207	-5.885	25.165	0.243	0.351	0.189
O	14.43	-7.692	-4.306	-0.032	-0.113	-0.132
O	24.113	6.792	-3.571	-0.015	0.085	-0.154
O	22.382	-1.167	22.825	-0.107	-0.252	0.428
O	24.489	-5.471	21.988	-0.16	0.147	0.465
O	23.317	-7.491	22.992	0.166	-0.386	0.215
O	14.595	-4.698	22.666	0.197	-0.241	0.006
O	10.372	1.598	-3.887	0.208	0.112	0.115
O	16.568	5.331	-3.447	0.043	0.377	-0.047
O	18.165	0.135	25.071	0.058	0.155	-0.255
O	17.682	-1.991	-1.502	0.234	-0.248	-0.131
O	21.017	-3.659	22.864	-0.046	0.297	0.079
O	12.906	3.955	-6.568	-0.041	0.24	-0.439
O	23.041	-3.219	-2.48	0.256	-0.291	-0.123
O	14.299	-0.715	-3.477	-0.004	-0.025	0.058
O	-18.887	2.971	-3.521	-0.602	-0.051	-0.167
O	19.315	1.601	-6.046	-0.217	-0.289	0.198
O	27.393	-3.338	25.103	0.393	-0.484	0.17
O	14.334	-5.418	-2.984	-0.118	-0.304	0.364
O	17.391	6.651	24.83	0.137	0.183	-0.543
O	-23.201	-2.963	-4.876	-0.333	-0.409	0.22
O	24.816	2.653	-3.644	-0.201	-0.515	-0.125
O	15.067	5.559	25.339	0.406	-0.234	0.1
O	25.22	-1.324	-2.759	0.202	0.249	0.048
O	-17.926	0.161	25.602	0.159	0.069	0.494
O	20.696	7.155	23.08	0.381	-0.11	0.236
O	14.756	3.838	-2.269	-0.146	0.107	0.094
O	18.928	2.709	-0.26	0.176	-0.087	-0.473
O	21.608	5.22	-0.431	-0.104	-0.135	-0.516
O	17.157	-6.613	25.405	0.241	-0.108	0.571
O	13.676	5.407	22.19	-0.213	-0.208	0.279
O	8.017	-2.835	-0.381	-0.175	-0.072	-0.301
O	19.257	-5.454	21.821	0.157	-0.247	0.202
O	-2.597	0.897	-6.349	0.379	-0.319	-0.455
O	23.237	-6.799	-1.812	0.371	-0.235	-0.21
O	14.977	4.063	-5.033	-0.131	-0.419	0.389
O	12.103	3.626	23.289	-0.768	0.04	0.262
O	20.872	2.703	25.525	0.042	-0.016	-0.241
O	24.96	7.007	-6.574	-0.307	-0.032	0.13
O	13.601	8.031	-0.431	0.175	-0.172	-0.484
O	14.343	1.737	-0.875	-0.339	0.231	0.101
O	9.077	-4.953	-1.417	0.359	0.195	-0.285
O	15.888	1.308	22.83	0.636	-0.451	0.289
O	-22.778	-0.563	-5.56	0.094	-0.078	-0.182
O	-16.082	-7.638	-3.757	-0.107	-0.256	-0.298
O	25.961	-3.572	22.894	-0.34	0.07	0.564
O	15.256	8.09	25.633	-0.482	-0.358	0.175
O	24.515	-2.748	-0.266	-0.254	-0.129	-0.52
O	21.556	-5.259	-3.236	-0.605	-0.294	-0.242
O	12.387	1.761	25.239	0.054	-0.464	0.192
O	16.969	3.679	23.076	0.047	0.237	0.394
O	31.467	7.288	-4.742	-0.34	0	0.401
O	15.39	6.245	-1.264	-0.129	0.212	-0.556
O	12.489	4.35	-4.088	-0.252	-0.247	-0.004
O	13.051	-2.998	-3.255	-0.256	-0.407	-0.324
O	7.033	-4.41	-5.263	-0.336	-0.104	-0.665
O	21.435	-0.888	-5.827	0.333	0.725	-0.271
O	22.383	0.784	24.573	0.393	-0.044	-0.102
O	12.851	1.852	-2.869	-0.215	0.023	0.154
O	29.775	-2.186	-6.132	0.584	0.648	-0.066
O	17.441	-6.826	22.89	-0.506	-0.474	0.243
O	12.047	-1.942	23.08	0.14	0.172	0.387
O	-28.957	1.537	-4.427	0.076	0.406	-0.009
O	26.019	-4.645	-1.401	-0.614	-0.174	-0.248
O	20.491	-3.575	-1.495	-0.721	0.339	-0.161
O	23.041	-3.148	24.645	0.322	0.231	-0.451
O	27.27	-1.511	-6.851	0.296	0.382	-0.108
O	20.44	-1.095	24.605	0.406	-0.02	0.422
O	20.668	-3.845	25.511	0.45	0.261	0.632
O	18.71	4.513	25.589	-0.397	-0.124	-0.173
O	10.628	-6.031	-6.244	-0.164	-0.27	0.248
O	11.867	-6.741	-1.576	-0.33	-0.018	-0.148
O	24.211	-6.554	25.402	0.567	-0.246	-0.019
O	15.428	7.082	23.159	0.238	0.183	0.056
O	21.662	-5.471	-0.28	0.187	-0.252	-0.045
O	15.492	0.349	-5.616	0.203	0.037	-0.029
O	15.495	1.556	-3.285	0.467	0.264	-0.109
O	20.06	2.45	-3.632	0.258	0.357	0.363
O	12.555	-4.254	24.266	0.139	-0.038	0.383
O	16.879	5.304	-6.127	0.287	0.626	0.034
O	17.726	3.289	-4.725	-0.131	-0.32	0.012
O	21.535	7.024	-2.617	0.1	0.181	0.533
O	-19.825	-5.846	-1.273	0.212	0.767	-0.106
O	18.486	-5.675	-3.731	0.46	0.087	0.076
O	9.289	2.51	-6.057	-0.05	0.506	0.097
O	10.177	6.941	25.825	0.016	-0.468	-0.588
O	7.233	-5.927	-3.23	-0.246	-0.097	-0.259
O	12.591	1.506	-5.362	0.354	-0.264	-0.046
O	29.874	-0.163	25.301	-0.486	0.122	-0.44
O	1.646	-2.381	24.818	-0.359	-0.29	-0.014
O	16.835	-0.79	-3.656	0.408	0.146	0.053
O	12.201	4.352	-1.524	0.209	-0.428	-0.183
O	9.812	2.309	25.52	-0.164	0.692	0.572
O	-17.574	4.279	-1.717	0.45	-0.075	0.256
O	10.741	0.023	-0.448	-0.35	-0.038	-0.563
O	25.865	4.879	-2.975	0.119	0.012	0.505
O	9.599	-7.045	-2.879	0.077	-0.415	-0.252
O	-10.766	-2.822	25.147	0.605	-0.023	0.548
O	-22.792	-5.384	-5.72	-0.571	-0.266	-0.667
O	20.61	1.15	-1.32	0.437	-0.174	0.08
O	16.429	-2.896	22.066	0.022	0.029	0.564
O	-14.535	6.874	-2.855	-0.301	-0.125	-0.471
O	13.465	6.396	-5.372	-0.12	0.087	-0.567
O	23.455	4.511	22.959	-0.43	0.039	0.197
O	19.561	-7.2	24.434	0.135	0.437	-0.113
O	19.928	-2.83	-6.706	0.105	0.104	0.757
O	9.922	1.719	22.965	0.46	-0.049	0.077
O	-24.726	-0.095	22.146	0.043	0.03	0.342
O	31.464	5.808	25.243	0.029	-0.178	-0.187
O	-3.152	-0.532	-4.352	-0.383	-0.293	0.373
O	-27.277	2.792	22.14	0.059	-0.001	0.36
O	-29.9	5.609	22.057	-0.049	0.111	0.363
O	27.152	8.011	22.14	0.181	-0.024	0.427
O	-27.003	-3.94	24.679	-0.143	-0.57	0.047
O	-31.991	4.44	-1.356	-0.009	-0.288	-0.303
O	24.054	-6.773	-6.554	-0.4	-0.139	-0.121
O	29.7	-0.159	22.061	0.027	-0.081	0.509
O	-21.504	5.18	0.067	0.033	-0.089	0.479
O	25.817	3.734	23.717	-0.005	-0.137	0.008
O	28.382	8.103	-5.686	0.567	0.395	0.342
O	-28.105	-1.504	24.729	0.029	0.423	-0.367
O	27.869	-6.607	-1.452	-0.099	-0.305	-0.423
O	32.579	-5.272	-0.592	-0.032	0.211	-0.159
O	-29.247	1.409	23.068	-0.213	-0.393	0.173
O	-25.75	-4.794	-4.133	0.096	0.359	-0.047
O	-32.378	-5.603	25.269	-0.325	0.086	-0.168
O	-18.746	-6.935	-3.575	-0.011	-0.41	-0.177
O	-30.95	-1.377	23.119	0.183	0.237	0.098
O	-22.225	6.49	-1.835	-0.368	0.164	-0.659
O	-32.176	-7.07	-4.238	-0.475	0.345	-0.178
O	23.458	3.643	-1.461	0.022	0.384	-0.498
O	29.845	-8.161	-0.596	0.102	0.032	-0.246
O	-15.238	5.229	-5.105	0.368	-0.349	0.282
O	-27.044	-5.035	-6.437	0.252	0.191	-0.01
O	27.645	-0.765	-3.894	-0.117	-0.063	0.02
O	19.928	6.784	25.589	0.545	-0.136	0.498
O	31.639	5.118	-3.335	-0.021	-0.375	-0.075
O	-14.343	-2.976	-5.963	-0.537	0.376	0.01
O	-29.042	6.918	-1.601	-0.122	0.415	0.207
O	30.881	-4.824	23.126	0.015	-0.076	0.314
O	-5.377	-1.259	24.727	-0.382	0.126	-0.112
O	28.763	1.178	-2.589	-0.601	-0.481	0.236
O	28.395	-4.429	23.052	0.02	-0.064	-0.626
O	31.322	4.919	-5.898	0.544	0.002	-0.046
O	30.981	-3.344	-1.373	0.199	0.078	-0.417
O	30.675	-4.665	-5.539	0.166	-0.096	0.159
O	-26.16	-7.384	-4.192	-0.146	-0.327	0.296
O	-28.602	-3.306	22.816	-0.476	-0.006	0.465
O	-24.661	-5.407	22.176	-0.215	-0.051	0.525
O	-26.482	-6.994	23.141	0.243	0.23	0.145
O	-1.7	1.625	-1.381	-0.201	-0.138	-0.191
O	23.469	2.74	26.034	0.152	-0.014	-0.301
O	26.236	-2.916	-4.372	-0.182	-0.1	0.253
O	-30.469	-0.912	25.691	-0.013	0.518	0.528
O	-16.757	-5.404	-2.941	0.491	-0.312	0.26
O	-17.869	6.498	25.945	-0.446	-0.072	-0.037
O	25.091	4.568	-5.457	-0.654	-0.161	-0.132
O	-19.93	3.333	-1.085	-0.231	-0.196	-0.323
O	-32.194	-0.657	-3.411	0	0.33	0.1
O	26.812	7.059	-3.913	-0.016	0.14	0.231
O	-27.77	-7.855	25.32	0.209	0.239	0.508
O	-25.958	6.973	24.125	0.191	-0.02	0.449
O	-22.851	-3.751	23.015	0.741	0.307	0.132
O	-30.243	-7.176	25.038	0.203	0.361	0.029
O	-5.708	-4.955	26.165	-0.225	-0.028	-0.467
O	-23.608	3.315	-3.741	-0.044	0.631	0.111
O	31.951	1.116	26.153	-0.307	-0.059	0.544
O	-20.754	-7.904	-2.306	-0.509	0.29	0.065
O	-21.45	2.158	-4.67	0.187	-0.113	0.653
O	-28.253	7.398	22.954	-0.275	-0.103	-0.036
O	29.799	3.145	-3.844	0.373	0.436	-0.02
O	31.86	6.663	-1.315	0.232	0.376	-0.121
O	-27.097	5.415	-0.713	0.207	0.102	-0.656
O	-16.917	6.932	-6.05	0.537	0.097	0.132
O	29.826	5.355	22.131	-0.172	0.017	0.151
O	-22.588	-0.221	24.583	-0.502	-0.32	0.104
O	-30.017	-5.386	22.096	-0.134	-0.066	0.395
O	-14.67	0.951	-5.707	0.058	-0.074	-0.11
O	-25.502	-6.442	-1.895	0.304	-0.176	0.018
O	29.024	-6.133	-6.998	-0.333	0.539	0.054
O	28.289	3.461	23.003	0.355	0.034	0.457
O	-29.604	-2.799	-6.289	-0.02	-0.352	0.392
O	-29.314	6.596	-6.465	0.159	-0.018	-0.176
O	-14.55	-5.035	-4.518	-0.346	-0.239	-0.274
O	30.988	2.039	-1.538	0.187	0.13	-0.44
O	-22.216	-3.507	-1.544	-0.118	-0.344	-0.474
O	31.339	1.145	23.481	0.342	0.206	0.254
O	31.494	-7.001	-6.342	0.247	-0.202	-0.023
O	28.967	-1.619	-1.497	0.273	0.396	-0.249
O	32.602	3.611	25.944	-0.062	0.066	-0.363
O	32.296	-1.034	24.724	-0.085	-0.463	-0.157
O	-23.599	6.344	23.201	0.242	-0.114	0.473
O	-26.917	6.624	-5.236	0.39	-0.251	0.332
O	-18.743	-2.256	-5.543	0.439	-0.415	-0.402
O	-31.363	1.621	24.663	-0.269	-0.452	-0.248
O	-9.283	-6.061	25.822	0.487	0.098	-0.241
O	-17.713	-6.601	24.592	-0.213	-0.2	0.533
O	-17.017	-0.331	-5.739	0.385	-0.212	-0.011
O	-20.611	6.468	-4.045	0.233	-0.479	-0.318
O	20.915	-2.694	-3.904	-0.521	0.062	-0.229
O	-16.244	-3.065	-3.91	-0.214	0.552	-0.126
O	-1.889	6.072	-3.367	0.262	-0.093	-0.275
O	28.743	1.235	-5.236	0.089	-0.311	-0.374
O	-5.65	-5.194	-3.268	-0.683	-0.034	-0.144
O	-31.859	-6.97	23.002	-0.538	-0.238	0.032
O	27.924	-1.842	22.933	0.223	0.125	0.37
O	-23.686	1.826	-6.001	-0.804	0.065	-0.326
O	-3.426	-5.577	-4.478	0.004	0.215	0.068
O	-28.998	-3.76	-1.658	-0.179	0.2	-0.15
O	-25.57	4.615	22.94	0.294	-0.259	0.246
O	-30.026	2.868	-0.599	-0.016	0.05	-0.345
O	-29.045	5.801	-3.995	0.071	-0.476	0.167
O	-21.339	1.101	-7.003	0.338	0.064	-0.614
O	-23.239	2.164	-1.295	-0.076	0.165	-0.24
O	25.776	-5.028	-5.839	0.513	-0.354	-0.623
O	27.433	2.008	25.013	0.236	-0.586	-0.056
O	-30.43	-2.765	-3.591	-0.085	-0.102	-0.655
O	31.201	7.303	23.129	0.264	0.692	-0.033
O	-27.232	-5.267	-0.497	-0.117	0.014	-0.028
O	-31.338	6.409	-2.913	-0.146	0.041	-0.121
O	-30.477	-5.355	-3.244	-0.272	0.026	-0.189
O	-30.647	0.888	-6.315	-0.366	0.195	0.173
O	-27.025	-2.667	-5.605	0.484	0.391	0.22
O	-1.804	-2.287	-5.768	0.086	-0.01	-0.094
O	-16.906	2.735	25.12	-0.241	0.066	0.61
O	-24.976	8.053	-6.33	0.58	0.085	0.512
O	-30.822	3.579	23.178	-0.235	0.149	0.453
O	29.235	3.581	-6.473	-0.068	-0.114	-0.418
O	30.406	-0.364	-3.923	0.128	-0.206	0.357
O	-12.797	4.425	-5.564	0.27	-0.098	-0.493
O	16.507	-7.198	-2.937	-0.151	-0.485	0.176
O	-24.51	-3.343	25.082	-0.306	0.4	-0.267
O	-12.884	4.763	-2.972	0.485	-0.209	0.084
O	-25.84	-0.73	-1.49	-0.477	-0.068	-0.043
O	28.885	3.594	-1.422	-0.02	0.212	-0.031
O	-17.303	-5.986	-5.541	0.359	0.122	-0.157
O	7.578	-1.97	-4.617	0.285	-0.032	0.219
O	27.012	-0.037	-0.589	0.061	-0.03	-0.247
O	18.064	-4.579	-6.182	-0.033	-0.269	-0.238
O	-10.038	-1.147	23.301	-0.246	-0.418	0.157
O	32.628	8.138	25.155	0.198	-0.066	0.478
O	-31.481	-3.185	25.014	-0.02	-0.224	-0.479
O	-19.596	0.187	-5.262	0.011	-0.113	0.393
O	32.51	-2.925	22.17	0.057	-0.033	0.555
O	-20.42	-0.693	25.861	-0.109	0.361	0.39
O	-8.718	-6.832	-5.323	0.372	-0.068	0.184
O	-18.737	-2.532	25.783	0.126	-0.092	-0.166
O	-20.088	4.234	25.759	-0.06	0.538	-0.242
O	-20.634	-2.496	-3.615	0.117	0.036	-0.178
O	26.545	1.479	22.675	-0.043	-0.427	0.132
O	-16.869	2.157	-4.937	0.494	0.251	0.658
O	-17.291	6.162	-3.55	0.258	0.58	0.025
O	5.921	-0.442	-6.146	0.361	-0.449	-0.037
O	-10.939	2.768	22.284	0.352	-0.162	0.417
O	-13.709	5.391	22.27	-0.321	-0.017	0.6
O	-21.839	8.146	22.341	0.098	-0.055	0.557
O	-27.932	4.385	-5.989	0.113	-0.229	0.447
O	0.838	7.262	-6.181	0.216	-0.121	-0.164
O	-8.903	7.807	-3.313	-0.262	-0.276	-0.018
O	-17.226	1.144	23.179	0.681	0.058	0.19
O	-5.646	5.42	0.01	0.237	0.142	-0.362
O	-18.71	-4.087	-3.803	-0.222	-0.637	-0.118
O	-17.422	6.992	23.3	0.378	0.33	0.203
O	-0.448	-0.234	-4.718	-0.048	-0.16	-0.675
O	-11.499	1.165	-1.076	0.314	0.342	-0.432
O	-16.209	-5.333	-0.22	-0.038	0.048	-0.058
O	-12.934	1.189	23.077	-0.152	0.131	0.333
O	-19.954	-6.455	23.126	0.279	-0.014	0.209
O	21.979	6.081	-4.985	0.251	-0.325	-0.484
O	-24.368	-2.578	-0.472	-0.16	-0.377	-0.177
O	-14.581	-0.904	23.12	0.077	-0.393	0.269
O	-7.568	6.959	-1.087	-0.185	-0.21	-0.426
O	-14.917	-7.333	-1.272	0.172	-0.431	-0.215
O	-25.305	3.708	-1.684	-0.264	0.312	-0.268
O	-14.715	4.88	-1.128	-0.67	0.206	-0.179
O	-12.36	-3.466	23.242	-0.075	0.535	0.026
O	25.232	-2.339	26.063	-0.085	0.395	-0.04
O	24.38	5.122	25.371	-0.035	0.459	0.123
O	-16.198	0.023	-0.369	-0.306	0.194	-0.449
O	-29.71	-0.378	-2.789	-0.111	-0.232	0.184
O	-14.648	-1.969	-1.083	-0.235	-0.302	-0.532
O	-12.701	6.686	-1.118	-0.046	0.514	-0.266
O	-19.652	-4.919	25.187	-0.379	0.002	-0.141
O	-12.275	-1.23	-1.737	-0.03	-0.068	-0.215
O	-23.693	-6.547	-3.658	0.067	-0.126	0.439
O	-11.603	-5.367	24.841	-0.392	-0.168	0.237
O	-11.967	7.127	23.16	0.007	0.447	0.063
O	-4.656	1.705	-4.984	-0.494	-0.115	0.092
O	12.823	6.741	26.004	-0.017	0.429	-0.46
O	-1.824	6.782	-6.381	-0.104	-0.297	0.17
O	-12.378	-0.809	24.6	0.065	0.102	0.335
O	-8.047	-5.203	22.368	0.318	-0.057	0.489
O	-9.63	-4.371	-5.217	0.286	0.093	0.341
O	-8.498	4.397	-5.189	-0.019	-0.041	-0.153
O	-9.092	6.879	-5.775	-0.483	-0.135	-0.137
O	-6.422	4.119	-2.34	-0.31	0.054	0.064
O	-11.955	-4.981	-4.216	0.096	-0.058	0.556
O	-22.01	-2.78	25.214	0.26	-0.111	0.612
O	-13.017	-6.719	-5.921	-0.113	0.377	-0.65
O	-22.055	6.632	-6.061	-0.499	0.228	0.518
O	-4.968	-3.47	-5.104	0.076	0.294	-0.028
O	-20.864	3.805	23.224	-0.118	-0.035	0.034
O	-22.462	4.088	-6.186	0.341	-0.081	-0.208
O	-13.725	-2.786	-3.38	0.123	0.283	-0.221
O	-9.192	-7.265	-1.057	-0.234	0.099	-0.243
O	-8.427	2.655	-3.294	0.128	-0.407	-0.111
O	-23.452	1.83	23.252	-0.194	0.39	0.132
O	14.542	-5.819	24.96	0.029	0.226	0.616
O	-24.713	5.063	25.329	-0.247	-0.67	0.168
O	-8.967	4.424	22.949	0.413	-0.415	0.097
O	-17.541	-3.433	-1.452	-0.121	0.486	-0.212
O	-15.459	-6.727	23.268	-0.207	0.027	0.132
O	-4.997	-0.465	-6.214	-0.474	-0.158	0.205
O	-9.783	-0.866	-0.969	0.385	0.145	-0.186
O	-13.405	2.792	-0.285	-0.114	-0.354	-0.312
O	-10.697	5.402	-0.196	0.158	0.268	-0.175
O	-15.857	7.891	25.153	0.841	-0.017	0.477
O	-19.134	5.428	22.22	-0.081	0.004	0.208
O	12.14	-3.94	-5.955	0.251	0.07	0.4
O	-13.623	-5.401	22.124	0.051	-0.273	0.01
O	-17.013	6.723	-1.04	0.698	0.338	-0.016
O	-22.619	-1.243	-2.892	-0.489	0.421	0.386
O	3.245	5.43	-3.573	-0.101	0.335	-0.241
O	-31.318	-7.19	-1.639	0.075	-0.573	-0.093
O	-4.541	-6.438	-1.183	0.055	0.119	-0.541
O	-13.162	-3.509	25.848	-0.217	-0.027	-0.263
O	-18.736	-7.936	-0.141	-0.073	0.038	-0.308
O	-15.379	3.44	23.018	-0.278	-0.797	0.094
O	4.678	-5.367	25.557	-0.133	-0.071	-0.437
O	20.147	4.101	-5.67	0.389	-0.073	-0.342
O	-21.772	2.32	25.149	-0.063	0.048	0.513
O	-19.275	2.599	-6.089	0.121	0.413	-0.683
O	-6.326	-3.361	23.281	-0.257	0.233	0.676
O	9.066	6.957	-1.247	-0.291	0.519	-0.221
O	-31.214	-1.878	-1.295	-0.115	-0.693	-0.046
O	-28.301	-4.36	-4.125	-0.08	-0.096	0.015
O	-10.774	3.655	-4.034	-0.006	0.208	0.325
O	22.111	-5.563	24.18	-0.298	-0.126	-0.293
O	15.602	-3.042	-2.751	0.081	0.018	-0.307
O	-19.319	2.061	24.438	-0.318	-0.012	-0.395
O	2.021	3.189	-5.913	0.291	0.455	-0.23
O	-28.348	2.015	-6.972	-0.054	-0.182	-0.218
O	-27.214	-0.121	-3.558	-0.04	-0.41	-0.258
O	-2.043	-4.226	22.699	-0.415	0.159	0.263
O	-10.395	-0.503	-5.809	0.488	-0.396	-0.453
O	-13.075	2.296	-4.041	-0.337	-0.084	0.392
O	23.959	-5.605	-4.139	0.433	0.227	0.138
O	-10.535	0.009	-3.254	0.353	0.299	-0.177
O	-20.74	-1.6	23.311	-0.057	-0.635	0.053
O	-29.795	-7.949	-3.612	0.621	-0.038	-0.554
O	-13.467	-7.078	-3.371	0.412	-0.246	0.409
O	-12.672	-3.748	-1.172	0.055	-0.187	-0.471
O	-10.126	-0.405	25.865	0.018	0.276	-0.084
O	3.735	-3.479	23.463	0.135	0.075	0.432
O	-31.744	7.64	-6.341	-0.118	0.037	0.196
O	29.26	5.933	-4.47	0.003	0.062	0.419
O	-14.433	3.282	25.536	0.56	0.347	0.076
O	-19.439	6.123	-1.855	-0.008	-0.03	0.218
O	31.87	-2.437	-4.715	0.568	-0.285	-0.207
O	-21.687	0.251	-0.329	0.132	-0.027	-0.373
O	25.407	6.263	23.087	-0.023	0.075	0.609
O	-10.855	-5.428	-0.296	-0.127	0.151	-0.248
O	-20.774	-3.84	-5.739	0.209	-0.291	-0.514
O	-21.185	-5.608	-3.505	0.128	0.623	-0.291
O	-28.38	-0.448	-6.105	0.109	-0.017	-0.116
O	-17.775	4.547	-5.449	-0.12	0.043	-0.616
O	19.112	-8.105	-3.237	-0.051	0.123	-0.602
O	-19.436	7.564	-6.127	0.008	0.007	0.056
O	-29.194	2.915	25.283	0.659	0.276	-0.219
O	32.547	0.106	-0.529	0.257	-0.095	-0.573
O	-25.405	-5.611	26.047	-0.406	-0.486	0.041
O	-0.781	3.888	-2.407	-0.217	0.101	0.035
O	6.381	-3.141	25.436	-0.337	0.288	0.282
O	1.376	-1.001	-3.178	-0.055	-0.33	0.228
O	-11.42	5.861	25.44	0.347	-0.577	-0.121
O	-1.685	-5.203	25.051	0.211	0.356	0.075
O	29.606	-3.138	-3.644	-0.302	-0.228	0.057
O	-12.721	-0.358	-4.578	-0.357	-0.388	0.325
O	-14.545	0.702	25.176	-0.612	-0.095	-0.083
O	22.566	1.667	-2.897	0.318	-0.235	-0.094
O	-13.337	6.996	-5.624	-0.237	0.16	0.243
O	18.418	-2.461	25.507	-0.294	0.029	0.692
O	17.751	-3.235	-3.985	0.235	0.419	-0.321
O	23.041	-0.945	-1.232	-0.155	0.561	-0.14
O	-15.974	5.258	24.719	0.09	0.15	-0.066
O	16.196	-5.393	-0.403	-0.062	-0.059	-0.195
O	-16.398	-2.667	22.296	0.067	-0.11	0.324
O	-8.11	0.208	22.231	0.167	-0.007	0.241
O	27.315	-5.208	-3.675	0.207	-0.369	-0.299
O	29.197	-6.843	22.785	0.445	-0.379	0.226
O	-21.515	-7.535	-5.028	0.28	0.046	-0.021
O	27.253	5.812	-6.221	0.43	-0.624	-0.313
O	22.986	-1.051	-3.865	0.419	0.539	-0.636
O	4.727	0.903	-1.266	0.357	0.275	-0.409
O	-19.175	-0.005	22.067	0.08	0.208	0.483
O	-1.196	-6.679	22.994	0	0.048	-0.427
O	-8.057	4.993	25.315	-0.163	0.307	0.447
O	28.528	-4.158	-1.536	0.056	0.048	0.346
O	-24.036	1.505	25.935	-0.372	0.02	-0.091
O	5.317	-6.345	-5.154	-0.227	0.185	-0.198
O	23.317	-4.165	-6.296	-0.374	-0.047	0.314
O	-15.479	-5.937	25.85	0.036	0.261	-0.192
O	27.254	3.306	-4.642	0.141	-0.061	-0.007
O	18.337	-6.726	-1.216	0.809	0.123	0.109
O	-17.9	1.695	-1.375	0.061	-0.257	-0.78
O	-12.07	1.477	-6.291	-0.236	0.527	-0.582
O	8.392	-7.768	25.011	0.491	0.328	-0.244
O	0.004	4.843	-6.176	-0.201	-0.018	0.491
O	1.645	-8.025	-3.734	0.165	-0.508	0.235
O	28	-3.918	-5.989	0.186	-0.427	-0.105
O	2.585	-3.324	-3.27	-0.455	0.079	-0.346
O	-24.889	-1.061	-4.016	-0.12	-0.064	-0.144
O	32.23	-0.037	-5.807	-0.37	0.233	-0.191
O	21.967	-8.008	25.113	0.2	-0.214	0.451
O	12.904	4.165	25.822	-0.626	0.07	0.258
O	-4.689	1.23	24.135	0.347	-0.215	-0.233
O	11.815	-0.506	-3.742	-0.415	-0.283	-0.075
O	-27.554	-7.543	-6.44	-0.562	-0.336	0.166
O	-26.306	-2.033	22.95	0.312	-0.176	0.156
O	-28.241	1.466	-1.756	0.764	0.049	-0.277
O	3.29	-8.083	-5.642	0.083	-0.362	-0.479
O	0.433	-5.765	-3.302	-0.375	0.473	0.256
O	-6.607	6.292	-5.638	0.002	0.563	0.127

Results
total energy: -406617.845 eV
total energy less fixed offsets of O -438.25, Si -107.07 eV per atom: -5.045 eV
